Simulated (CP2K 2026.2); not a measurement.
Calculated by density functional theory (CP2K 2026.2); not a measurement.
Periodic cell of 1182 atoms, Si850O332, from a study of silicon, its oxide and their interface. The atomic structure is a simulated model.
Doubt: the forces sum to 3.05 eV/angstrom along one axis rather than to zero, so they err by at least 0.0026 eV/angstrom per atom on average; the grid cutoff is modest.

Settings: functional PBE; method Gaussian and plane waves; basis set DZVP-MOLOPT-SR-GTH; pseudopotentials GTH-PBE; grid cutoff 350 Ry, relative cutoff 50 Ry; k points Gamma only; occupations fixed; spin none; net charge 0.

Cell vectors (angstrom)
a, 16.4025, 0, 0
b, 0, 32.805, 0
c, 0, 0, 40.2457

Atoms: element, x, y, z (angstrom)
Si, 0.1335, 32.2496, 40.0296
Si, 3.037, 2.5061, 0.0089
Si, 16.2952, 5.8342, 0.1811
Si, 2.3656, 8.6207, 0.2564
Si, 0.1224, 10.7295, 0.2928
Si, 2.445, 13.3893, 39.929
Si, 16.2221, 16.7453, 40.2194
Si, 2.6196, 19.4054, 0.3522
Si, 0.4131, 21.6776, 0.3021
Si, 2.3897, 24.6585, 0.1347
Si, 0.323, 27.0369, 0.1481
Si, 2.5213, 30.0756, 40.0295
Si, 5.1267, 0.1481, 40.1879
Si, 8.0033, 3.1406, 0.1313
Si, 5.9948, 5.4214, 0.458
Si, 8.3009, 9.2009, 1.2226
Si, 5.8571, 10.7257, 0.1679
Si, 8.0408, 13.8915, 0.1372
Si, 5.9151, 16.1795, 0.2471
Si, 8.9745, 18.5972, 0.0988
Si, 5.6389, 21.3121, 40.2078
Si, 7.6424, 24.6986, 40.1337
Si, 5.4357, 27.0074, 0.0065
Si, 8.4287, 29.7214, 0.1269
Si, 11.1953, 32.4765, 0.0606
Si, 13.4172, 2.9957, 39.6742
Si, 10.6648, 6.1033, 40.1274
Si, 14.1711, 8.0314, 40.0299
Si, 10.318, 9.0544, 38.9853
Si, 13.1174, 14.0239, 0.1565
Si, 11.0428, 16.2899, 0.5253
Si, 13.8709, 18.9541, 40.0485
Si, 11.1734, 22.3463, 40.0463
Si, 13.6557, 24.7866, 40.2265
Si, 10.8214, 27.5712, 40.1876
Si, 13.3932, 30.3327, 0.2935
Si, 1.2666, 1.3084, 1.1009
Si, 4.2011, 4.119, 1.4285
Si, 1.3326, 6.9875, 1.6161
Si, 4.1176, 9.6782, 1.4692
Si, 1.356, 12.3351, 1.4815
Si, 3.995, 15.0012, 1.144
Si, 1.3461, 17.793, 1.4728
Si, 4.1353, 20.5783, 1.6253
Si, 1.3804, 23.2362, 1.7
Si, 4.0854, 25.7614, 1.432
Si, 1.433, 28.6622, 1.3915
Si, 4.0077, 31.3466, 1.2513
Si, 6.7909, 1.399, 1.2657
Si, 9.594, 4.3972, 1.3333
Si, 7.1614, 7.0673, 1.7637
Si, 10.501, 10.0866, 0.8662
Si, 6.7842, 12.4202, 1.5131
Si, 9.5797, 14.9258, 1.6443
Si, 7.1188, 17.7647, 1.4864
Si, 9.8636, 20.5666, 1.1781
Si, 6.8572, 22.9868, 1.3627
Si, 9.526, 25.8239, 1.1044
Si, 6.6703, 28.6527, 1.278
Si, 9.577, 31.3786, 1.3956
Si, 12.412, 1.4282, 1.0972
Si, 14.8707, 4.204, 1.1588
Si, 12.4756, 6.9363, 1.1846
Si, 15.0103, 9.4923, 1.5193
Si, 12.0343, 12.1444, 1.3832
Si, 15.0066, 15.069, 1.3024
Si, 12.4455, 17.8579, 1.4677
Si, 15.0058, 20.5257, 1.2889
Si, 12.3442, 23.4392, 1.4572
Si, 15.1424, 25.8914, 1.4307
Si, 12.2447, 28.6727, 1.4943
Si, 15.0533, 31.4716, 1.4721
Si, 16.3194, 2.7625, 2.499
Si, 2.6438, 32.7777, 2.6197
Si, 16.3639, 8.2601, 2.9665
Si, 2.7547, 5.4832, 2.7513
Si, 16.371, 13.7372, 2.7388
Si, 2.7737, 11.0433, 2.8505
Si, 16.368, 19.179, 2.8032
Si, 2.7684, 16.3695, 2.6906
Si, 16.3894, 24.5985, 2.9345
Si, 2.8131, 21.9336, 2.9807
Si, 16.4025, 30.0296, 2.7564
Si, 2.7871, 27.28, 2.7601
Si, 5.4966, 2.7067, 2.7811
Si, 8.19, 0.0378, 2.6254
Si, 5.4228, 8.2246, 2.8814
Si, 8.3657, 5.5372, 2.9709
Si, 5.3408, 13.7695, 2.7617
Si, 8.0542, 10.9802, 2.8691
Si, 5.6111, 19.1401, 2.7878
Si, 8.2941, 16.3837, 2.9509
Si, 5.4879, 24.4169, 2.7676
Si, 8.3696, 21.787, 2.6781
Si, 5.4151, 30.0691, 2.6696
Si, 8.1619, 27.2536, 2.6036
Si, 10.9963, 2.8231, 2.5224
Si, 13.7144, 0.15, 2.68
Si, 11.1408, 8.4024, 2.53
Si, 13.6569, 5.5124, 2.6926
Si, 10.9206, 13.5339, 2.9142
Si, 13.6243, 10.9874, 2.734
Si, 11.0817, 19.2557, 2.7519
Si, 13.7579, 16.4389, 2.8115
Si, 10.8657, 24.6596, 2.7347
Si, 13.7087, 21.9453, 2.72
Si, 10.9021, 30.0584, 2.8214
Si, 13.7054, 27.3025, 2.7412
Si, 1.3183, 4.0671, 3.9817
Si, 4.0471, 1.3238, 4.0517
Si, 1.3899, 9.6532, 4.2145
Si, 4.0714, 6.8207, 4.1819
Si, 1.3691, 15.0798, 4.1211
Si, 4.1025, 12.3908, 4.2364
Si, 1.3742, 20.5081, 4.2003
Si, 4.1633, 17.7423, 4.0858
Si, 1.3934, 25.9995, 4.1977
Si, 4.175, 23.2498, 4.3106
Si, 1.3531, 31.4328, 4.0933
Si, 4.125, 28.6992, 4.1033
Si, 6.8801, 4.1176, 4.1377
Si, 9.6034, 1.435, 3.9514
Si, 6.7386, 9.6368, 4.2682
Si, 9.7218, 7.0536, 4.0906
Si, 6.794, 15.0414, 4.1939
Si, 9.5238, 12.2221, 4.2552
Si, 6.9754, 20.501, 4.1373
Si, 9.7042, 17.8345, 4.1629
Si, 6.8406, 25.9051, 4.0654
Si, 9.5887, 23.2342, 4.1054
Si, 6.8177, 31.4587, 4.0017
Si, 9.4968, 28.6462, 4.0906
Si, 12.2823, 4.1455, 4.0432
Si, 15.0735, 1.4681, 4.0583
Si, 12.3598, 9.5968, 4.165
Si, 15.0004, 6.8066, 4.1831
Si, 12.3343, 15.032, 4.1405
Si, 15.0292, 12.3491, 4.1069
Si, 12.3922, 20.5939, 4.165
Si, 15.0684, 17.8052, 4.229
Si, 12.2719, 25.9953, 4.1031
Si, 15.0236, 23.2137, 4.2193
Si, 12.3301, 31.5105, 4.0529
Si, 15.0319, 28.6889, 4.1282
Si, 0.0304, 0.0136, 16.4231
Si, 2.7679, 2.7411, 16.4389
Si, 0.0012, 5.465, 16.4358
Si, 2.7329, 8.2147, 16.4464
Si, 16.3869, 10.9617, 16.4552
Si, 2.7196, 13.7049, 16.4611
Si, 16.3907, 16.4346, 16.4448
Si, 2.7401, 19.179, 16.4332
Si, 0.0324, 21.9324, 16.4401
Si, 2.7759, 24.6662, 16.4301
Si, 0.0304, 27.3926, 16.4042
Si, 2.7662, 30.1113, 16.4169
Si, 5.4945, 0.021, 16.4248
Si, 8.218, 2.7385, 16.4215
Si, 5.4865, 5.4737, 16.441
Si, 8.1939, 8.2002, 16.4501
Si, 5.458, 10.9524, 16.455
Si, 8.1788, 13.6863, 16.4597
Si, 5.4456, 16.4382, 16.4624
Si, 8.179, 19.1719, 16.4369
Si, 5.4768, 21.9187, 16.4119
Si, 8.2152, 24.6491, 16.4136
Si, 5.4933, 27.3798, 16.4323
Si, 8.2168, 30.0924, 16.4361
Si, 10.9428, 32.8044, 16.4262
Si, 13.674, 2.7184, 16.4321
Si, 10.9247, 5.4652, 16.4317
Si, 13.6502, 8.2092, 16.4468
Si, 10.9073, 10.9402, 16.4496
Si, 13.6425, 13.6806, 16.4499
Si, 10.9169, 16.4269, 16.4465
Si, 13.6726, 19.1804, 16.4464
Si, 10.9286, 21.9134, 16.4271
Si, 13.6907, 24.6577, 16.4177
Si, 10.9584, 27.3803, 16.4087
Si, 13.6977, 30.0977, 16.4067
Si, 1.4087, 1.3622, 17.8006
Si, 4.145, 4.0965, 17.8137
Si, 1.3563, 6.8462, 17.7977
Si, 4.0916, 9.5869, 17.8212
Si, 1.3394, 12.3458, 17.8225
Si, 4.0693, 15.0834, 17.8409
Si, 1.3646, 17.8134, 17.792
Si, 4.1139, 20.5576, 17.7787
Si, 1.422, 23.2984, 17.7991
Si, 4.1405, 26.0228, 17.819
Si, 1.3969, 28.752, 17.7784
Si, 4.1374, 31.4623, 17.7989
Si, 6.8703, 1.3718, 17.7961
Si, 9.574, 4.0911, 17.8058
Si, 6.8389, 6.8337, 17.8311
Si, 9.5438, 9.5747, 17.8254
Si, 6.8084, 12.3251, 17.8348
Si, 9.5392, 15.0665, 17.8156
Si, 6.8011, 17.8249, 17.82
Si, 9.5358, 20.5556, 17.787
Si, 6.8415, 23.2835, 17.7722
Si, 9.5856, 26.0188, 17.7691
Si, 6.8561, 28.7309, 17.8192
Si, 9.5874, 31.4433, 17.8123
Si, 12.3135, 1.3419, 17.8037
Si, 15.0434, 4.0815, 17.7947
Si, 12.2696, 6.8399, 17.8043
Si, 15.0012, 9.5986, 17.8096
Si, 12.2607, 12.3176, 17.8134
Si, 15.0068, 15.0652, 17.797
Si, 12.2804, 17.8102, 17.794
Si, 15.0563, 20.5607, 17.792
Si, 12.3059, 23.2927, 17.7696
Si, 15.0739, 26.0282, 17.7688
Si, 12.3329, 28.7362, 17.7726
Si, 15.0728, 31.4408, 17.783
Si, 0.0232, 2.7114, 19.1555
Si, 2.7875, 0.0143, 19.1874
Si, 16.3705, 8.2188, 19.1497
Si, 2.7551, 5.4813, 19.1318
Si, 16.3613, 13.7185, 19.1849
Si, 2.7107, 10.9692, 19.1693
Si, 0.028, 19.1969, 19.1567
Si, 2.6956, 16.4681, 19.2053
Si, 0.0709, 24.7017, 19.1356
Si, 2.7928, 21.9262, 19.167
Si, 0.0534, 30.1095, 19.1701
Si, 2.7713, 27.4202, 19.1604
Si, 5.5339, 2.733, 19.1859
Si, 8.2189, 0.0053, 19.1796
Si, 5.4704, 8.2225, 19.1877
Si, 8.2113, 5.449, 19.1899
Si, 5.4349, 13.7033, 19.1987
Si, 8.1711, 10.9417, 19.1956
Si, 5.4409, 19.214, 19.1884
Si, 8.1634, 16.4429, 19.1688
Si, 5.5186, 24.6398, 19.1759
Si, 8.1646, 21.9154, 19.1625
Si, 5.4971, 30.112, 19.1874
Si, 8.2339, 27.3539, 19.172
Si, 10.932, 2.7016, 19.1641
Si, 13.6789, 32.7546, 19.1592
Si, 10.9089, 8.2053, 19.1969
Si, 13.6334, 5.4373, 19.1275
Si, 10.8909, 13.6835, 19.1801
Si, 13.6171, 10.9528, 19.1875
Si, 10.8916, 19.1787, 19.1369
Si, 13.6359, 16.4315, 19.1537
Si, 10.934, 24.6514, 19.135
Si, 13.6801, 21.9406, 19.1304
Si, 10.9624, 30.0626, 19.1657
Si, 13.7101, 27.3875, 19.137
Si, 1.4156, 4.0935, 20.4808
Si, 4.1988, 1.3485, 20.5546
Si, 1.3235, 9.6044, 20.5095
Si, 4.0931, 6.8472, 20.5219
Si, 1.2924, 15.1158, 20.5723
Si, 4.0598, 12.3307, 20.5606
Si, 1.4254, 20.558, 20.522
Si, 4.0473, 17.8824, 20.5608
Si, 1.429, 26.0628, 20.5384
Si, 4.1802, 23.2622, 20.5553
Si, 1.4263, 31.4557, 20.5676
Si, 4.1002, 28.7914, 20.5608
Si, 6.9043, 4.0613, 20.5982
Si, 9.6018, 1.3267, 20.5624
Si, 6.8107, 9.5914, 20.5896
Si, 9.5494, 6.8279, 20.5662
Si, 6.8009, 15.0886, 20.549
Si, 9.5279, 12.3124, 20.5584
Si, 6.7899, 20.5877, 20.5734
Si, 9.5039, 17.8387, 20.5208
Si, 6.9023, 25.9698, 20.5609
Si, 9.5311, 23.3017, 20.4919
Si, 6.8704, 31.4598, 20.5709
Si, 9.6056, 28.7043, 20.548
Si, 12.2983, 4.0598, 20.5168
Si, 15.0621, 1.305, 20.499
Si, 12.2647, 9.5734, 20.5803
Si, 14.9633, 6.8404, 20.4649
Si, 12.2411, 15.0821, 20.5244
Si, 14.9598, 12.3619, 20.5354
Si, 12.2654, 20.572, 20.4499
Si, 15.0253, 17.8204, 20.47
Si, 12.3254, 26.0192, 20.4728
Si, 15.0895, 23.3252, 20.4462
Si, 12.3384, 31.3773, 20.5592
Si, 15.0927, 28.7306, 20.5172
Si, 0.0194, 32.7859, 21.9174
Si, 2.8332, 2.7623, 21.8446
Si, 16.3699, 5.4644, 21.7288
Si, 2.7138, 8.2497, 21.8586
Si, 16.2723, 10.9122, 21.852
Si, 2.6488, 13.7005, 21.894
Si, 16.3365, 16.5407, 21.9537
Si, 2.7414, 19.2563, 22.0192
Si, 0.048, 21.9691, 21.795
Si, 2.8341, 24.681, 21.8515
Si, 0.1103, 27.4739, 21.9269
Si, 2.8105, 30.1853, 22.0287
Si, 5.5365, 32.8, 22.011
Si, 8.3019, 2.6775, 22.0071
Si, 5.4817, 5.4739, 21.867
Si, 8.1752, 8.1941, 21.9588
Si, 5.4243, 10.9727, 21.9649
Si, 8.1322, 13.6716, 21.9094
Si, 5.4384, 16.5149, 21.8707
Si, 8.1514, 19.2086, 21.9146
Si, 5.4957, 21.938, 22.0595
Si, 8.216, 24.5726, 22.0006
Si, 5.5012, 27.3829, 21.8133
Si, 8.2737, 30.1079, 21.908
Si, 10.9507, 32.7212, 21.9236
Si, 13.6406, 2.6099, 21.827
Si, 10.9421, 5.4368, 21.8884
Si, 13.5951, 8.1268, 21.9266
Si, 10.9043, 10.9678, 21.9571
Si, 13.6229, 13.7708, 21.9233
Si, 10.8319, 16.4401, 21.8684
Si, 13.6186, 19.182, 21.759
Si, 10.9108, 21.9446, 21.8004
Si, 13.7813, 24.7328, 21.7912
Si, 10.9423, 27.2893, 21.9079
Si, 13.6828, 29.9766, 21.9423
Si, 1.445, 1.4215, 23.1662
Si, 4.2025, 4.0909, 23.2461
Si, 1.2306, 6.9014, 23.0995
Si, 4.0504, 9.5797, 23.3171
Si, 1.1628, 12.3382, 23.1896
Si, 4.0194, 15.1628, 23.1797
Si, 1.2716, 17.9413, 23.3517
Si, 4.1235, 20.6029, 23.4785
Si, 1.4474, 23.3194, 23.1728
Si, 4.261, 25.984, 23.2268
Si, 1.4576, 28.8124, 23.3956
Si, 4.1358, 31.566, 23.4933
Si, 6.9965, 1.2455, 23.4157
Si, 9.7206, 4.0641, 23.3481
Si, 6.7783, 6.8008, 23.3069
Si, 9.5536, 9.5548, 23.3624
Si, 6.7633, 12.37, 23.336
Si, 9.4793, 15.0516, 23.2501
Si, 6.7618, 17.8753, 23.3263
Si, 9.5231, 20.6392, 23.2212
Si, 6.8954, 23.2518, 23.5113
Si, 9.6064, 25.9415, 23.3359
Si, 6.7993, 28.7841, 23.1626
Si, 9.6835, 31.3327, 23.3804
Si, 12.3272, 1.2465, 23.2887
Si, 15.0546, 4.0207, 23.0326
Si, 12.2428, 6.7416, 23.3324
Si, 14.963, 9.5034, 23.2505
Si, 12.3016, 12.37, 23.3124
Si, 14.8641, 15.2628, 23.3098
Si, 12.2116, 17.8701, 23.138
Si, 15.005, 20.5793, 23.0289
Si, 12.3586, 23.3415, 23.0207
Si, 15.1271, 26.0941, 23.2253
Si, 12.346, 28.5275, 23.3325
Si, 15.0549, 31.3642, 23.2967
Si, 0.0164, 2.7292, 24.4211
Si, 2.6936, 0.3043, 24.7891
Si, 16.297, 8.1681, 24.6703
Si, 2.6208, 5.5, 24.2912
Si, 16.2369, 13.8287, 24.5162
Si, 2.4737, 10.9074, 24.5335
Si, 16.2066, 19.3875, 24.6052
Si, 2.6797, 16.5192, 24.5849
Si, 0.105, 24.715, 24.4742
Si, 2.6823, 22.049, 24.728
Si, 0.0402, 30.1691, 24.8266
Si, 2.9582, 27.3803, 24.5347
Si, 5.6718, 2.7405, 24.6822
Si, 8.4267, 32.6332, 24.9111
Si, 5.4263, 8.1717, 24.7657
Si, 8.2451, 5.422, 24.5863
Si, 5.3471, 13.8346, 24.576
Si, 8.1598, 10.9975, 24.7014
Si, 5.5163, 19.2274, 24.9131
Si, 8.1264, 16.4255, 24.6081
Si, 5.5147, 24.6957, 24.8287
Si, 8.349, 21.8621, 24.8844
Si, 5.6068, 30.0938, 24.749
Si, 8.0505, 27.348, 24.457
Si, 11.1109, 2.6192, 24.7552
Si, 13.6206, 32.6435, 24.6689
Si, 10.8907, 8.0828, 24.8169
Si, 13.7055, 5.2497, 24.4198
Si, 10.9195, 13.8215, 24.655
Si, 13.5803, 10.8027, 24.5987
Si, 10.8998, 19.263, 24.4662
Si, 13.4128, 16.664, 24.7431
Si, 11.1908, 24.5898, 24.5938
Si, 13.6495, 21.9386, 24.2975
Si, 10.9871, 29.8359, 24.7171
Si, 13.7772, 27.2444, 24.7934
Si, 1.0491, 4.4535, 25.6812
Si, 4.2017, 1.7113, 26.1696
Si, 1.5685, 9.2008, 26.0727
Si, 3.7015, 6.8555, 25.8383
Si, 1.4133, 15.0043, 25.8507
Si, 3.5031, 12.7478, 25.5883
Si, 0.8307, 21.0867, 25.8803
Si, 4.2042, 17.5839, 26.0553
Si, 1.7514, 25.8552, 25.7943
Si, 3.832, 23.6317, 26.137
Si, 1.0413, 31.9858, 26.0879
Si, 4.4029, 28.527, 26.0529
Si, 7.4636, 3.6739, 26.0028
Si, 9.7265, 1.395, 26.2393
Si, 6.9826, 9.4944, 26.0597
Si, 9.1173, 7.0283, 26.0819
Si, 6.504, 15.3718, 26.0232
Si, 9.8987, 12.1195, 25.9218
Si, 7.4225, 20.0886, 26.2927
Si, 9.5736, 17.8263, 25.7756
Si, 6.6657, 26.3874, 26.1481
Si, 10.1399, 23.0619, 25.989
Si, 7.3078, 30.9258, 26.2399
Si, 9.3256, 28.5535, 25.9421
Si, 12.9781, 3.5526, 25.9497
Si, 15.1301, 1.2865, 25.7077
Si, 12.0222, 9.7003, 26.1376
Si, 15.0804, 6.4611, 25.8112
Si, 11.736, 15.5751, 26.182
Si, 14.9122, 12.323, 25.7276
Si, 12.2632, 20.7139, 25.7227
Si, 14.4475, 18.4865, 25.9409
Si, 12.8762, 25.4066, 26.1764
Si, 15.0566, 23.2593, 25.563
Si, 12.4818, 30.9815, 26.1324
Si, 14.8532, 28.897, 26.132
Si, 16.3191, 1.7068, 30.7387
Si, 13.4992, 5.44, 28.1286
Si, 3.3187, 4.3255, 27.629
Si, 1.5205, 14.4413, 30.452
Si, 16.1388, 10.6206, 27.922
Si, 5.1331, 11.4079, 27.9085
Si, 0.3164, 17.0357, 30.3643
Si, 1.7124, 20.7711, 28.7982
Si, 13.835, 19.913, 34.2414
Si, 0.127, 27.1081, 28.0711
Si, 4.0677, 22.6198, 29.0575
Si, 2.9581, 30.4996, 28.2131
Si, 5.4259, 32.3933, 28.1611
Si, 8.1775, 5.3625, 28.3035
Si, 7.8973, 3.9506, 30.9992
Si, 7.78, 10.7469, 30.0889
Si, 6.0927, 13.2084, 33.4647
Si, 6.2988, 14.25, 28.8196
Si, 2.8669, 18.1589, 28.9879
Si, 15.6398, 21.7562, 30.3241
Si, 3.597, 24.4277, 31.6152
Si, 1.2841, 28.8952, 30.3926
Si, 12.95, 31.2853, 35.3851
Si, 11.3742, 32.6373, 28.5238
Si, 15.5685, 4.7416, 30.1538
Si, 7.1592, 8.0146, 29.596
Si, 9.6451, 12.8665, 28.9509
Si, 11.7873, 11.1748, 30.7168
Si, 13.6972, 14.0948, 27.8016
Si, 9.7658, 15.8629, 30.219
Si, 15.7587, 16.3577, 27.7509
Si, 9.2795, 25.8307, 27.579
Si, 3.2911, 27.474, 32.3874
Si, 14.7217, 29.6146, 30.6302
Si, 4.929, 9.6884, 30.0685
Si, 3.1753, 7.9369, 34.8471
Si, 0.7816, 12.8513, 37.2862
Si, 3.574, 7.659, 31.8378
Si, 15.1362, 12.7871, 33.1477
Si, 3.9532, 15.747, 30.0596
Si, 7.4136, 15.2911, 31.5427
Si, 6.5766, 20.7233, 29.3385
Si, 9.7503, 21.6388, 33.7765
Si, 0.648, 23.8349, 31.8617
Si, 14.2058, 32.4868, 29.8649
Si, 8.4659, 29.9497, 32.8237
Si, 13.4311, 6.8567, 30.5777
Si, 11.2153, 12.2523, 33.5407
Si, 9.5014, 8.821, 34.4786
Si, 9.4791, 18.936, 37.3992
Si, 5.748, 14.2589, 36.4405
Si, 11.2051, 23.1237, 30.6919
Si, 2.8501, 2.4062, 31.5344
Si, 10.0571, 31.8848, 31.4021
Si, 2.2864, 5.1794, 30.4433
Si, 12.0242, 8.7217, 32.5181
Si, 2.4884, 10.7759, 36.0249
Si, 14.0773, 15.7413, 33.3367
Si, 4.1636, 17.0703, 36.528
Si, 12.0349, 17.4442, 31.444
Si, 12.8786, 20.3899, 31.3165
Si, 8.3517, 22.7109, 31.1808
Si, 15.5293, 1.5429, 33.6278
Si, 13.0332, 31.3714, 32.3436
Si, 0.9476, 0.7475, 36.0117
Si, 1.7385, 5.0926, 35.3846
Si, 3.2177, 2.3296, 34.6158
Si, 6.3125, 1.6679, 35.3276
Si, 1.4041, 17.4106, 37.6322
Si, 5.9246, 7.8676, 36.2275
Si, 16.0724, 17.8672, 33.0647
Si, 0.1801, 24.6003, 35.7127
Si, 15.7007, 31.356, 37.2153
Si, 2.7867, 26.3781, 35.3047
Si, 5.8576, 1.434, 30.7026
Si, 7.5213, 32.7783, 32.8426
Si, 6.5266, 6.5603, 32.0523
Si, 1.6286, 13.1908, 34.5181
Si, 7.8853, 6.3373, 34.8123
Si, 3.4721, 13.9335, 32.392
Si, 7.7195, 18.0182, 30.6206
Si, 5.5852, 25.0197, 35.7312
Si, 11.777, 23.9727, 33.6478
Si, 3.7279, 28.1375, 37.7496
Si, 6.2404, 27.8197, 32.9116
Si, 15.3282, 4.3269, 34.8304
Si, 9.6227, 3.9895, 33.6442
Si, 8.3582, 11.0369, 33.0264
Si, 13.4945, 9.47, 28.8398
Si, 8.2835, 9.978, 36.8418
Si, 15.4387, 12.7196, 29.989
Si, 9.5801, 18.6728, 33.0045
Si, 6.1807, 27.9358, 36.1175
Si, 9.5603, 16.9422, 35.2962
Si, 10.3845, 29.2999, 35.3974
Si, 8.505, 21.6096, 36.3555
Si, 2.1101, 4.6632, 38.3419
Si, 6.5458, 32.4189, 37.6059
Si, 14.5711, 12.2506, 38.3866
Si, 4.1719, 6.929, 38.6409
Si, 1.3029, 20.299, 36.8271
Si, 1.3134, 23.0706, 38.1195
Si, 1.9367, 18.1163, 35.0252
Si, 13.7752, 26.6194, 31.0222
Si, 6.3413, 23.0289, 37.913
Si, 13.1122, 1.302, 35.3263
Si, 8.0747, 29.9837, 37.2549
Si, 9.1628, 1.0363, 38.3517
Si, 15.1382, 28.7155, 38.3234
Si, 4.4586, 11.9253, 38.0865
Si, 9.0458, 2.6355, 36.0127
Si, 8.3785, 13.0174, 37.3827
Si, 5.0311, 18.6158, 38.75
Si, 10.495, 14.2588, 35.603
Si, 6.3772, 24.6651, 32.8616
Si, 10.9533, 26.11, 35.8396
Si, 15.6832, 24.6278, 29.5459
Si, 12.7477, 26.9827, 38.0093
Si, 15.2072, 2.4048, 37.2495
Si, 11.2724, 4.3109, 37.5922
Si, 13.4253, 10.4459, 34.4904
Si, 13.0831, 9.7022, 37.5317
Si, 10.4772, 23.778, 37.5751
Si, 12.3667, 16.3537, 35.8989
Si, 15.327, 21.8557, 35.7639
Si, 12.6808, 18.8792, 37.1556
Si, 13.2204, 22.8016, 38.0098
Si, 11.6755, 25.5714, 29.1616
Si, 12.3579, 4.3076, 34.8773
Si, 14.6532, 25.1663, 33.6001
O, 9.5693, 2.5764, 34.4585
O, 15.5736, 32.2096, 38.6342
O, 2.5525, 3.181, 38.8271
O, 4.1137, 1.3673, 39.6991
O, 15.3315, 6.9157, 39.5973
O, 1.2279, 9.6729, 39.8369
O, 3.0154, 7.9414, 39.1558
O, 1.018, 5.2401, 39.3838
O, 13.8202, 13.5454, 39.0003
O, 15.5771, 11.4763, 39.4115
O, 3.4666, 12.2162, 39.3518
O, 1.2735, 19.0471, 37.9155
O, 15.0037, 17.7839, 39.8748
O, 0.5659, 16.547, 38.7203
O, 3.5223, 18.8732, 39.3285
O, 1.6127, 20.6205, 40.0972
O, 0.1531, 22.4687, 39.1097
O, 0.5545, 24.2891, 37.2866
O, 7.5384, 23.8828, 38.6609
O, 1.4397, 25.9223, 39.8769
O, 16.022, 24.6236, 32.8592
O, 13.418, 24.0802, 33.788
O, 2.9408, 29.3231, 38.5743
O, 1.3929, 31.2252, 39.6421
O, 5.4493, 32.1157, 38.7731
O, 7.0722, 31.1524, 36.7053
O, 10.4464, 0.2424, 38.9445
O, 8.8796, 2.4572, 39.1262
O, 5.2784, 6.5412, 39.7472
O, 6.9254, 4.3246, 39.7944
O, 10.0018, 7.558, 39.6326
O, 7.0826, 9.6157, 0.1332
O, 7.3091, 14.1648, 36.9061
O, 5.6456, 11.0672, 38.8024
O, 8.6381, 13.1674, 38.9923
O, 6.9921, 15.0699, 39.8387
O, 5.5553, 17.1425, 39.1986
O, 9.9955, 17.2999, 39.9235
O, 8.6997, 19.1473, 38.8062
O, 7.063, 21.8573, 37.0376
O, 5.9274, 19.8408, 39.3941
O, 5.2798, 22.3693, 38.9683
O, 5.4531, 23.8999, 36.8789
O, 4.4968, 27.2564, 38.9012
O, 6.6756, 26.0093, 39.8074
O, 9.4833, 28.5119, 40.0821
O, 12.3797, 26.2314, 36.6099
O, 12.3033, 31.3345, 39.726
O, 16.0196, 29.7617, 37.4353
O, 14.8013, 2.6175, 38.8125
O, 12.22, 3.2774, 38.4999
O, 10.8904, 5.4802, 38.6227
O, 9.89, 3.7582, 36.8736
O, 13.957, 8.7409, 38.5299
O, 13.5379, 9.641, 35.9289
O, 8.9135, 9.4517, 38.239
O, 11.5337, 9.2733, 37.8734
O, 12.0031, 15.1959, 39.8986
O, 11.175, 17.2134, 35.1647
O, 11.6875, 14.9801, 36.4659
O, 7.8322, 11.5378, 36.9622
O, 12.3465, 21.7639, 38.9754
O, 14.2654, 22.2492, 36.924
O, 2.545, 23.7474, 38.9763
O, 10.3992, 23.6354, 39.2318
O, 14.1001, 23.7363, 39.0204
O, 0.0022, 22.3395, 31.662
O, 11.4092, 27.7249, 38.6102
O, 13.1127, 26.0701, 39.3265
O, 16.1453, 27.6247, 38.9687
O, 14.341, 29.5483, 39.4601
O, 1.8141, 4.0127, 27.076
O, 3.2227, 4.7114, 29.2032
O, 8.5429, 2.5271, 26.6023
O, 4.0698, 2.8808, 27.3706
O, 1.0464, 9.7091, 27.5782
O, 4.174, 10.6096, 28.9805
O, 6.3181, 10.4147, 27.3108
O, 2.6748, 8.0101, 26.4909
O, 0.8079, 15.8911, 27.1278
O, 2.4867, 13.8306, 26.3923
O, 4.1227, 11.7793, 26.7391
O, 14.0864, 6.6527, 27.1679
O, 14.3244, 20.9005, 30.7526
O, 1.4397, 20.3811, 27.2451
O, 5.132, 15.3445, 29.0505
O, 2.8008, 19.7196, 29.4034
O, 1.2428, 26.9544, 26.9127
O, 2.4837, 22.1917, 28.966
O, 4.5255, 23.1081, 27.5629
O, 2.6723, 24.7375, 26.6251
O, 6.2969, 0.3092, 31.8071
O, 14.1189, 2.4187, 26.4979
O, 2.233, 29.9083, 29.5478
O, 3.5578, 29.2993, 27.2633
O, 7.1155, 4.4874, 27.4142
O, 4.9328, 6.7957, 32.0218
O, 4.9584, 0.4109, 26.8386
O, 10.5397, 0.9749, 27.6621
O, 6.2022, 10.6205, 30.5859
O, 11.2128, 13.7311, 34.2204
O, 9.4169, 5.9823, 27.3991
O, 8.1112, 8.323, 26.5339
O, 5.397, 16.5132, 26.4956
O, 7.0909, 14.7061, 27.4597
O, 5.7017, 12.76, 28.5993
O, 9.7825, 14.4446, 29.4008
O, 0.2802, 20.7643, 29.5736
O, 10.9003, 17.8789, 32.5109
O, 8.5645, 18.8797, 26.6481
O, 5.4958, 27.4399, 26.7458
O, 14.395, 28.0095, 30.3994
O, 7.6284, 25.9581, 27.4607
O, 11.2369, 21.8387, 26.566
O, 8.3552, 29.6821, 26.7342
O, 6.6974, 31.4743, 27.6869
O, 12.2535, 26.5072, 30.401
O, 9.839, 27.2126, 26.8261
O, 14.6863, 5.8614, 31.0313
O, 12.5412, 4.4007, 27.3198
O, 15.6505, 3.2057, 30.722
O, 16.2306, 0.2919, 26.5907
O, 10.8799, 10.8636, 26.3561
O, 12.3291, 9.1934, 27.7199
O, 14.795, 9.7166, 27.8903
O, 16.3444, 5.5126, 26.3181
O, 10.6076, 16.7699, 26.6272
O, 12.2601, 14.8795, 27.6299
O, 16.0958, 11.7443, 26.7438
O, 13.6827, 12.8934, 26.7032
O, 13.3462, 19.6628, 26.5475
O, 15.5802, 16.4166, 29.3867
O, 15.2637, 17.814, 27.2127
O, 12.3767, 25.8691, 27.7004
O, 12.2018, 32.7598, 35.5401
O, 13.9743, 24.169, 26.4892
O, 16.0872, 22.2201, 26.4247
O, 13.6853, 29.9673, 26.6768
O, 11.5832, 31.3907, 27.4769
O, 0.8091, 27.6506, 29.4482
O, 15.4225, 28.1892, 27.533
O, 15.518, 0.6914, 29.7011
O, 1.5819, 1.7792, 30.639
O, 2.8607, 8.0021, 33.2523
O, 3.8856, 9.1322, 31.1798
O, 0.7069, 5.2483, 30.047
O, 2.6087, 6.6997, 30.9457
O, 2.7142, 14.2106, 33.8185
O, 4.8093, 8.0429, 35.0227
O, 0.2585, 13.7707, 29.7393
O, 0.2515, 13.1155, 33.6491
O, 15.5944, 16.33, 33.3142
O, 16.0642, 11.3383, 29.3812
O, 14.7913, 15.1586, 27.2557
O, 16.1319, 18.1143, 31.4418
O, 3.366, 17.9633, 27.4523
O, 5.0653, 21.3741, 29.475
O, 12.8645, 20.1746, 32.9483
O, 8.8567, 20.04, 36.3934
O, 2.8417, 27.327, 33.9639
O, 15.2676, 23.0464, 29.3538
O, 9.6057, 24.2989, 27.006
O, 1.8174, 31.3652, 27.415
O, 4.1892, 31.4675, 28.6906
O, 16.3355, 29.639, 30.9803
O, 5.885, 0.6742, 29.2719
O, 9.56, 29.5638, 33.994
O, 7.3833, 6.6951, 28.7391
O, 5.5865, 8.3798, 29.3439
O, 6.8222, 5.0417, 31.5649
O, 7.3567, 7.6405, 31.1735
O, 8.2323, 12.0402, 29.2047
O, 9.1177, 7.3527, 35.0424
O, 4.0562, 5.6332, 26.9382
O, 2.3317, 11.7026, 34.6688
O, 9.0508, 15.4656, 31.6691
O, 9.6953, 12.9247, 27.3399
O, 6.7939, 19.149, 29.8557
O, 5.6282, 13.5679, 34.9698
O, 6.9921, 20.7432, 27.7592
O, 2.2316, 23.7612, 32.2847
O, 3.365, 26.0453, 31.5911
O, 9.5774, 30.0221, 36.626
O, 14.5532, 30.8813, 29.546
O, 4.0228, 23.8448, 30.1469
O, 13.5453, 31.2597, 33.8738
O, 4.3342, 2.0199, 30.9371
O, 10.4766, 32.2759, 29.8622
O, 12.9258, 0.2201, 28.9733
O, 11.1562, 4.5992, 33.7722
O, 12.476, 7.2888, 31.8452
O, 10.8897, 8.5608, 33.674
O, 10.7815, 11.9447, 29.695
O, 13.1006, 10.7795, 29.8
O, 8.1312, 9.3172, 29.3458
O, 5.1634, 15.7865, 36.3617
O, 14.1328, 13.4272, 29.2565
O, 2.2765, 13.3521, 31.4248
O, 12.5721, 18.8566, 30.745
O, 7.1182, 14.3376, 30.2413
O, 14.9937, 18.8387, 33.7989
O, 13.1952, 16.5379, 32.1885
O, 15.9291, 25.5864, 28.2585
O, 9.6586, 22.4837, 37.0729
O, 10.0612, 25.8916, 29.0258
O, 6.5495, 26.2588, 32.5409
O, 13.9762, 1.185, 33.939
O, 13.5709, 29.9381, 31.7536
O, 4.8647, 2.3032, 34.8251
O, 7.0155, 2.6019, 30.7401
O, 7.0152, 6.8074, 33.5505
O, 2.5578, 6.507, 35.3569
O, 5.0051, 7.7404, 37.5315
O, 1.2978, 11.2909, 37.0383
O, 2.4339, 9.1958, 35.6013
O, 9.5228, 9.8214, 35.765
O, 1.3169, 13.7553, 36.0206
O, 1.2144, 18.0843, 33.5718
O, 1.3375, 17.6777, 29.2801
O, 1.0075, 15.8063, 31.2271
O, 2.6469, 14.9861, 29.4059
O, 0.9231, 17.2942, 36.0495
O, 7.4776, 21.7169, 30.2586
O, 9.6137, 23.2258, 30.2742
O, 11.9535, 23.9742, 29.5099
O, 0.6608, 24.6339, 30.4321
O, 4.8764, 24.0995, 32.5657
O, 16.0101, 1.0619, 32.1841
O, 0.3036, 1.7769, 37.1157
O, 7.1592, 0.9235, 34.13
O, 7.5191, 31.2083, 33.3203
O, 9.1106, 3.7761, 32.1066
O, 8.6217, 10.9669, 31.4442
O, 8.6099, 4.4889, 29.6244
O, 6.9624, 9.128, 36.3436
O, 8.5359, 4.8988, 34.4723
O, 8.3297, 9.4867, 33.5367
O, 7.0138, 11.8634, 33.4355
O, 8.8002, 17.7365, 34.1017
O, 4.0858, 15.264, 31.6362
O, 6.8668, 14.5198, 32.8634
O, 6.8028, 16.8203, 31.333
O, 10.4464, 27.6481, 35.5374
O, 11.4192, 24.0137, 32.0603
O, 7.5232, 28.5295, 36.7892
O, 2.156, 28.3797, 31.6646
O, 11.4254, 31.6704, 32.2915
O, 9.0129, 0.1819, 32.1025
O, 2.6057, 4.0368, 31.5867
O, 12.6329, 6.0412, 29.3936
O, 11.9161, 12.1802, 32.0444
O, 11.3661, 9.7129, 31.3736
O, 15.1622, 12.3945, 31.5608
O, 14.1723, 14.1158, 33.2045
O, 16.1743, 20.5976, 36.35
O, 2.9347, 16.786, 37.5955
O, 2.1139, 19.6789, 35.5304
O, 10.0729, 20.0427, 33.7427
O, 13.5179, 19.3863, 38.4635
O, 14.5284, 21.36, 34.4504
O, 13.1221, 19.4946, 35.6691
O, 11.2915, 16.4444, 30.3666
O, 9.137, 21.8916, 32.3194
O, 12.055, 23.5931, 37.1709
O, 14.5094, 25.305, 30.4247
O, 11.0822, 22.552, 34.154
O, 7.4523, 23.8665, 31.9226
O, 15.7429, 3.146, 33.788
O, 13.8309, 4.8533, 34.3613
O, 13.7422, 32.5304, 31.441
O, 15.1326, 3.7873, 36.3668
O, 2.6573, 3.878, 34.7431
O, 5.9073, 0.646, 36.5206
O, 2.4757, 1.2643, 35.6533
O, 3.4578, 5.5587, 38.1669
O, 1.4144, 4.6119, 36.8909
O, 12.9666, 17.2613, 37.0977
O, 15.5539, 12.8136, 37.2042
O, 1.3449, 13.5563, 38.6646
O, 3.8322, 17.3671, 30.0431
O, 15.2591, 25.4542, 35.1375
O, 14.0174, 26.4224, 32.6752
O, 0.1076, 0.7756, 34.6361
O, 0.6483, 32.0098, 36.5032
O, 1.4706, 25.4283, 35.1598
O, 2.7817, 27.2377, 36.7168
O, 2.8494, 1.8646, 33.0827
O, 7.7887, 0.2031, 38.4822
O, 11.872, 30.0345, 35.4807
O, 9.2743, 30.4401, 31.477
O, 7.3825, 2.7718, 35.9563
O, 9.4279, 1.2339, 36.7475
O, 3.883, 11.0445, 36.835
O, 4.7233, 12.9087, 32.6056
O, 4.873, 13.3957, 37.5117
O, 6.8256, 6.481, 36.0566
O, 4.9492, 18.4142, 37.1027
O, 3.4374, 17.4237, 35.0777
O, 9.3312, 15.3357, 35.1692
O, 8.5216, 22.014, 34.7796
O, 6.5337, 24.4947, 34.4938
O, 6.1585, 28.1071, 34.5089
O, 11.1283, 25.2647, 34.4372
O, 7.4876, 28.7218, 32.3779
O, 4.8976, 28.7248, 36.7584
O, 8.0376, 30.2154, 38.8538
O, 6.2204, 26.3426, 36.4405
O, 12.1049, 4.9879, 36.3436
O, 12.2893, 2.6892, 35.1757
O, 14.8143, 4.6527, 28.7179
O, 0.2256, 5.3383, 34.7326
O, 14.2529, 31.2878, 36.3924
O, 9.6536, 11.8258, 33.5851
O, 12.0176, 11.2651, 34.5491
O, 13.8906, 8.2662, 29.8796
O, 13.3459, 9.3624, 33.2533
O, 9.7903, 13.1635, 36.5594
O, 9.0911, 17.4714, 36.7665
O, 13.5043, 16.0438, 34.8132
O, 14.5931, 11.5398, 34.08
O, 11.0978, 19.1685, 37.4557
O, 8.7957, 17.1273, 29.6823
O, 4.768, 28.1976, 32.2892
O, 4.0899, 25.3984, 35.2093
O, 8.5521, 18.8792, 31.7503
O, 11.7908, 21.5737, 30.886
O, 14.1232, 1.3743, 36.6006
O, 9.9938, 25.1892, 36.8518
O, 16.2984, 23.0531, 35.2049
O, 13.9818, 27.9169, 37.5094
O, 13.3704, 11.2596, 37.9284
O, 1.9172, 21.7623, 37.2765
Si, 16.3995, 0.0417, 5.4344
Si, 2.6975, 2.7352, 5.4059
Si, 0.0111, 5.4282, 5.4599
Si, 2.7248, 8.2238, 5.54
Si, 16.39, 11.0053, 5.5311
Si, 2.6976, 13.7327, 5.5567
Si, 0.0414, 16.4248, 5.5476
Si, 2.7805, 19.1079, 5.4916
Si, 0.0149, 21.8723, 5.5695
Si, 2.7587, 24.6392, 5.5675
Si, 0.007, 27.3662, 5.5251
Si, 2.7476, 30.0827, 5.462
Si, 5.4606, 32.7986, 5.4196
Si, 8.2587, 2.7374, 5.4426
Si, 5.4917, 5.4731, 5.4978
Si, 8.2329, 8.2701, 5.5051
Si, 5.4206, 11.0106, 5.6252
Si, 8.1695, 13.6654, 5.5554
Si, 5.4682, 16.4247, 5.5539
Si, 8.287, 19.1418, 5.5384
Si, 5.5714, 21.8335, 5.5448
Si, 8.2197, 24.589, 5.4828
Si, 5.5033, 27.3238, 5.4535
Si, 8.1643, 30.0873, 5.4141
Si, 10.9325, 0.0609, 5.3928
Si, 13.6705, 2.793, 5.4348
Si, 10.9724, 5.5524, 5.4538
Si, 13.6806, 8.2079, 5.5424
Si, 10.9554, 10.9008, 5.5673
Si, 13.6906, 13.6864, 5.5259
Si, 10.9964, 16.4152, 5.5251
Si, 13.6855, 19.1772, 5.5543
Si, 10.9708, 21.9147, 5.5193
Si, 13.6373, 24.6271, 5.5067
Si, 10.9172, 27.3511, 5.4749
Si, 13.6698, 30.1175, 5.4424
Si, 1.3654, 1.3839, 6.8186
Si, 4.0847, 4.0914, 6.8083
Si, 1.3512, 6.8214, 6.8552
Si, 4.0735, 9.5864, 6.9285
Si, 1.3506, 12.3493, 6.9187
Si, 4.088, 15.0741, 6.9202
Si, 1.4053, 17.7882, 6.905
Si, 4.144, 20.4874, 6.8731
Si, 1.3862, 23.2584, 6.9061
Si, 4.1415, 26.0105, 6.883
Si, 1.3841, 28.7433, 6.8593
Si, 4.1143, 31.4503, 6.8212
Si, 6.8486, 1.3707, 6.7835
Si, 9.5991, 4.1453, 6.8072
Si, 6.8654, 6.8564, 6.8481
Si, 9.5714, 9.5818, 6.9381
Si, 6.8241, 12.3374, 6.9624
Si, 9.5821, 15.0513, 6.872
Si, 6.8719, 17.789, 6.8898
Si, 9.6198, 20.5354, 6.8957
Si, 6.884, 23.2442, 6.898
Si, 9.574, 25.976, 6.8494
Si, 6.8397, 28.7213, 6.8199
Si, 9.5634, 31.4716, 6.7636
Si, 12.3036, 1.4081, 6.7899
Si, 15.0356, 4.1092, 6.8466
Si, 12.3188, 6.8481, 6.8979
Si, 15.0452, 9.598, 6.8876
Si, 12.3172, 12.3161, 6.8938
Si, 15.0574, 15.0565, 6.8976
Si, 12.3323, 17.7914, 6.9072
Si, 15.0492, 20.5213, 6.9272
Si, 12.3066, 23.2724, 6.9045
Si, 15.0283, 25.9895, 6.8643
Si, 12.2964, 28.7466, 6.8141
Si, 15.0388, 31.4807, 6.8141
Si, 0.0043, 2.7417, 8.2041
Si, 2.7467, 0.0223, 8.1845
Si, 0.0034, 8.206, 8.2365
Si, 2.7391, 5.4633, 8.2072
Si, 16.3976, 13.7008, 8.2913
Si, 2.7114, 10.9628, 8.2774
Si, 0.0257, 19.1513, 8.268
Si, 2.7422, 16.4321, 8.2947
Si, 0.0033, 24.6344, 8.2406
Si, 2.7707, 21.875, 8.2344
Si, 0.0054, 30.1208, 8.1976
Si, 2.7565, 27.3801, 8.2255
Si, 5.4765, 2.7349, 8.1686
Si, 8.2118, 0.0175, 8.1671
Si, 5.483, 8.2091, 8.2371
Si, 8.222, 5.4777, 8.2088
Si, 5.4506, 13.7085, 8.2935
Si, 8.2042, 10.9569, 8.2903
Si, 5.501, 19.1445, 8.2628
Si, 8.2237, 16.4152, 8.2568
Si, 5.5004, 24.6259, 8.2366
Si, 8.2456, 21.8895, 8.2664
Si, 5.4806, 30.0904, 8.1935
Si, 8.2125, 27.3654, 8.1989
Si, 10.9535, 2.7702, 8.1832
Si, 13.6651, 0.0402, 8.1758
Si, 10.9454, 8.202, 8.2704
Si, 13.6904, 5.4754, 8.238
Si, 10.9427, 13.6873, 8.253
Si, 13.6764, 10.9504, 8.267
Si, 10.9629, 19.1576, 8.2673
Si, 13.6933, 16.4224, 8.2681
Si, 10.9375, 24.6398, 8.2494
Si, 13.6779, 21.902, 8.2659
Si, 10.9271, 30.1192, 8.1673
Si, 13.664, 27.3842, 8.2029
Si, 1.3701, 4.1069, 9.5811
Si, 4.115, 1.3832, 9.5581
Si, 1.356, 9.5731, 9.6233
Si, 4.104, 6.8349, 9.5859
Si, 1.3681, 15.064, 9.6501
Si, 4.0875, 12.3231, 9.641
Si, 1.3924, 20.53, 9.6166
Si, 4.1229, 17.7963, 9.6388
Si, 1.3833, 26.0098, 9.5847
Si, 4.1262, 23.2595, 9.5962
Si, 1.3806, 31.475, 9.5671
Si, 4.1214, 28.7446, 9.584
Si, 6.8369, 4.1054, 9.5554
Si, 9.5774, 1.3924, 9.5406
Si, 6.8301, 9.5771, 9.628
Si, 9.568, 6.8326, 9.6124
Si, 6.8431, 15.066, 9.6348
Si, 9.5787, 12.3271, 9.6351
Si, 6.8619, 20.5252, 9.6191
Si, 9.5843, 17.7891, 9.6223
Si, 6.8599, 26.0067, 9.5902
Si, 9.5931, 23.2693, 9.6265
Si, 6.8511, 31.463, 9.5521
Si, 9.58, 28.7448, 9.5543
Si, 12.3123, 4.1113, 9.5883
Si, 15.0356, 1.3839, 9.5687
Si, 12.3075, 9.5785, 9.6288
Si, 15.0438, 6.845, 9.611
Si, 12.3101, 15.0557, 9.6233
Si, 15.0336, 12.3183, 9.641
Si, 12.3199, 20.5301, 9.6309
Si, 15.0546, 17.7914, 9.6345
Si, 12.313, 26.0177, 9.5899
Si, 15.0482, 23.2721, 9.6155
Si, 12.3014, 31.4749, 9.5456
Si, 15.044, 28.7474, 9.5642
Si, 0.0105, 0.0288, 10.937
Si, 2.7494, 2.7454, 10.9401
Si, 0.0133, 5.4746, 10.9668
Si, 2.74, 8.2032, 10.9715
Si, 16.3986, 10.9419, 10.9986
Si, 2.728, 13.6887, 11.0091
Si, 0.0035, 16.4285, 11.0109
Si, 2.7486, 19.166, 10.9922
Si, 0.0174, 21.9025, 10.9739
Si, 2.7515, 24.6377, 10.9491
Si, 0.0129, 27.3832, 10.94
Si, 2.7499, 30.1125, 10.9394
Si, 5.4858, 0.0214, 10.9282
Si, 8.2106, 2.7461, 10.9282
Si, 5.4767, 5.4685, 10.9462
Si, 8.2021, 8.2045, 10.9791
Si, 5.4608, 10.9473, 10.9919
Si, 8.2019, 13.6887, 10.9972
Si, 5.4781, 16.4262, 11.0041
Si, 8.2178, 19.1563, 10.9892
Si, 5.488, 21.8991, 10.9723
Si, 8.2186, 24.6443, 10.968
Si, 5.4879, 27.3762, 10.9469
Si, 8.2157, 30.1044, 10.9296
Si, 10.9419, 0.0324, 10.9244
Si, 13.6813, 2.7473, 10.9521
Si, 10.9442, 5.4686, 10.9663
Si, 13.6749, 8.2059, 10.986
Si, 10.9379, 10.9476, 10.9932
Si, 13.6642, 13.6867, 11.001
Si, 10.942, 16.4211, 10.9938
Si, 13.6833, 19.1612, 10.9936
Si, 10.9555, 21.901, 10.9898
Si, 13.6798, 24.6496, 10.9639
Si, 10.9421, 27.3871, 10.942
Si, 13.6723, 30.1141, 10.9259
Si, 1.3805, 1.3871, 12.3124
Si, 4.11, 4.1094, 12.3199
Si, 1.3733, 6.8407, 12.3453
Si, 4.0937, 9.5762, 12.353
Si, 1.3587, 12.3157, 12.3647
Si, 4.1014, 15.0593, 12.3629
Si, 1.3747, 17.804, 12.3598
Si, 4.1154, 20.5413, 12.3437
Si, 1.3857, 23.2789, 12.3269
Si, 4.1199, 26.01, 12.3111
Si, 1.3871, 28.7441, 12.3063
Si, 4.1223, 31.4695, 12.3083
Si, 6.849, 1.3831, 12.3053
Si, 9.5704, 4.1019, 12.3205
Si, 6.8294, 6.8362, 12.3334
Si, 9.5626, 9.5768, 12.3488
Si, 6.8274, 12.3186, 12.3581
Si, 9.566, 15.0582, 12.3616
Si, 6.8441, 17.7971, 12.3579
Si, 9.5824, 20.5321, 12.3469
Si, 6.8508, 23.2764, 12.3295
Si, 9.5868, 26.0182, 12.3208
Si, 6.8552, 28.7431, 12.3094
Si, 9.5818, 31.4691, 12.2992
Si, 12.31, 1.3822, 12.3118
Si, 15.045, 4.1095, 12.3322
Si, 12.3017, 6.8365, 12.3437
Si, 15.0313, 9.5743, 12.3611
Si, 12.2957, 12.3168, 12.3632
Si, 15.0305, 15.0581, 12.3646
Si, 12.3068, 17.7954, 12.3561
Si, 15.0508, 20.5396, 12.3469
Si, 12.3232, 23.279, 12.339
Si, 15.0573, 26.0162, 12.3168
Si, 12.3146, 28.7485, 12.3046
Si, 15.0467, 31.4675, 12.3019
Si, 0.0181, 2.7454, 13.6954
Si, 2.7558, 0.0272, 13.678
Si, 0.002, 8.2071, 13.7208
Si, 2.7477, 5.472, 13.7041
Si, 16.3937, 13.6872, 13.7273
Si, 2.7289, 10.9486, 13.7259
Si, 0.0074, 19.1751, 13.7198
Si, 2.733, 16.4299, 13.7225
Si, 0.0233, 24.6524, 13.6903
Si, 2.7479, 21.9161, 13.6998
Si, 0.0203, 30.1095, 13.6698
Si, 2.7577, 27.381, 13.677
Si, 5.4849, 2.7463, 13.6828
Si, 8.2153, 0.0183, 13.678
Si, 5.4669, 8.2057, 13.7112
Si, 8.2044, 5.4704, 13.6909
Si, 5.4617, 13.6885, 13.7291
Si, 8.192, 10.9431, 13.7183
Si, 5.4714, 19.1681, 13.7095
Si, 8.196, 16.4245, 13.7283
Si, 5.4846, 24.6506, 13.6848
Si, 8.2114, 21.9072, 13.6966
Si, 5.489, 30.1044, 13.6798
Si, 8.2176, 27.3817, 13.6842
Si, 10.9436, 2.7399, 13.6882
Si, 13.6822, 0.0198, 13.6792
Si, 10.9295, 8.2048, 13.7092
Si, 13.6725, 5.4693, 13.707
Si, 10.9233, 13.6831, 13.7264
Si, 13.6599, 10.9437, 13.7238
Si, 10.939, 19.165, 13.7203
Si, 13.6636, 16.4272, 13.7277
Si, 10.9508, 24.65, 13.6898
Si, 13.6858, 21.9117, 13.7107
Si, 10.9474, 30.1079, 13.6752
Si, 13.6853, 27.3833, 13.6722
Si, 1.3853, 4.1043, 15.075
Si, 4.1244, 1.3823, 15.0551
Si, 1.3578, 9.5856, 15.0923
Si, 4.105, 6.8403, 15.083
Si, 1.3581, 15.0647, 15.0844
Si, 4.0883, 12.3257, 15.0959
Si, 1.3808, 20.552, 15.0703
Si, 4.1011, 17.8036, 15.0763
Si, 1.3994, 26.018, 15.053
Si, 4.1183, 23.2907, 15.0529
Si, 1.3932, 31.465, 15.0435
Si, 4.1276, 28.7393, 15.0524
Si, 6.8456, 4.1075, 15.0624
Si, 9.5821, 1.3721, 15.0557
Si, 6.8256, 9.5758, 15.0877
Si, 9.5584, 6.8366, 15.0702
Si, 6.8186, 15.0642, 15.0985
Si, 9.5468, 12.3174, 15.089
Si, 6.838, 20.5436, 15.0584
Si, 9.5589, 17.8016, 15.0843
Si, 6.8501, 26.0174, 15.0518
Si, 9.5788, 23.282, 15.0505
Si, 6.8569, 31.4589, 15.0566
Si, 9.5846, 28.7449, 15.0507
Si, 12.3048, 4.0981, 15.0713
Si, 15.0534, 1.3729, 15.057
Si, 12.2838, 9.5771, 15.0825
Si, 15.0293, 6.8396, 15.0825
Si, 12.2871, 15.0573, 15.0861
Si, 15.0194, 12.3202, 15.0864
Si, 12.3081, 20.5443, 15.0745
Si, 15.0332, 17.807, 15.0799
Si, 12.3248, 26.0176, 15.0447
Si, 15.0621, 23.2864, 15.0637
Si, 12.3187, 31.4598, 15.049
Si, 15.0595, 28.7431, 15.0333

Results
total energy: -236499.839 eV
total energy less fixed offsets of O -438.35, Si -107.03 eV per atom: 7.861 eV

Forces (eV/angstrom), in the order of the atoms: element, x, y, z
Si, -0.1221, 0.098, -0.0038
Si, 0.1856, 0.0624, -0.1124
Si, 0.118, 0.0553, -0.0093
Si, -0.0229, 0.1842, -0.1562
Si, 0.1066, -0.1622, 0.1642
Si, 0.1561, -0.212, 0.3383
Si, 0.1202, -0.0576, -0.1532
Si, 0.1036, 0.1268, 0.0625
Si, -0.1468, -0.1544, -0.2793
Si, 0.1145, -0.0746, -0.1165
Si, 0.074, -0.0658, -0.028
Si, 0.147, -0.2304, 0.2338
Si, 0.1766, 0.0415, 0.1298
Si, -0.1251, 0.177, -0.3377
Si, 0.1083, 0.0247, -0.6226
Si, -0.1849, 0.701, 0.2364
Si, -0.0803, -0.0267, 0.3416
Si, -0.0212, -0.0655, -0.1645
Si, 0.0657, 0.0511, -0.348
Si, -0.0655, -0.1697, -0.3564
Si, -0.5187, 0.1447, 0.0714
Si, 0.1653, -0.0978, 0.092
Si, -0.0332, -0.0438, 0.0699
Si, -0.078, 0.1712, -0.0951
Si, 0.1226, -0.2823, -0.2895
Si, 0.1042, -0.3034, 0.4631
Si, 0.2501, -0.0199, 0.1301
Si, 0.0434, 0.17, 0.1215
Si, 0.5625, 0.3628, 0.348
Si, -0.3974, 0.1677, -0.2248
Si, 0.0225, -0.0654, -0.3688
Si, -0.0221, 0.1558, 0.2441
Si, 0.0133, -0.4172, 0.4312
Si, 0.3587, -0.1157, 0.0195
Si, -0.2008, 0.0645, 0.1553
Si, -0.1446, -0.0778, -0.166
Si, 0.1217, -0.1959, -0.1319
Si, 0.0439, -0.0084, -0.0794
Si, -0.0702, -0.0334, -0.2446
Si, 0.001, -0.0986, -0.3144
Si, -0.2191, -0.0985, -0.2043
Si, 0.0849, 0.029, -0.2559
Si, -0.1557, -0.0199, -0.2058
Si, 0.1992, -0.226, -0.1737
Si, 0.093, 0.1003, -0.1985
Si, -0.2135, 0.0096, -0.2618
Si, 0.0019, 0.0907, -0.2554
Si, -0.0842, 0.0883, -0.2586
Si, -0.1, -0.0614, -0.3051
Si, -0.0552, 0.0258, -0.1625
Si, -0.1512, -0.1049, 0.0066
Si, 0.2835, -0.3272, -0.2849
Si, 0.0547, -0.0278, -0.3034
Si, -0.221, -0.0673, -0.1834
Si, 0.0577, -0.0768, 0.0375
Si, -0.0313, 0.04, -0.2466
Si, -0.0571, -0.0309, -0.2619
Si, -0.1124, 0.2304, -0.1983
Si, 0.165, -0.1446, -0.0733
Si, 0.0164, -0.0697, -0.195
Si, -0.1816, 0.1143, -0.1274
Si, -0.0557, 0.1194, -0.2266
Si, -0.0648, -0.0177, -0.3421
Si, -0.0117, 0.0426, -0.4207
Si, -0.1672, 0.0277, 0.0103
Si, -0.1732, 0.092, 0.0137
Si, 0.1992, 0.0666, -0.2511
Si, 0.0749, -0.0704, -0.2131
Si, 0.1771, 0.0784, -0.1173
Si, -0.13, 0.1034, -0.124
Si, 0.1232, 0.0932, -0.3173
Si, 0.0042, -0.0497, -0.1627
Si, -0.004, -0.1435, -0.1841
Si, -0.1281, -0.0501, -0.1203
Si, 0.0101, -0.0232, 0.2294
Si, 0.0713, 0.0052, -0.0056
Si, -0.0437, 0.0527, -0.0038
Si, 0.1643, -0.0583, 0.0935
Si, -0.1437, 0.054, -0.0664
Si, 0.0004, 0.0594, -0.029
Si, -0.0622, 0.0198, 0.1513
Si, 0.0247, -0.0123, 0.2076
Si, 0.0963, -0.1345, 0.0216
Si, 0.0124, -0.0239, 0.0583
Si, -0.0467, -0.0407, 0.1083
Si, 0.0183, 0.0369, 0.0786
Si, 0.0212, 0.2128, -0.0322
Si, 0.0839, 0.1293, 0.1377
Si, -0.0999, -0.1216, -0.093
Si, -0.2176, -0.4617, 0.0904
Si, 0.0795, -0.1142, 0.0025
Si, -0.0827, 0.064, 0.1877
Si, -0.0442, -0.1237, 0.0341
Si, 0.1273, 0.0301, -0.0361
Si, 0.0237, 0.0308, -0.0605
Si, 0.0585, -0.0005, -0.1206
Si, 0.0423, 0.0517, -0.0224
Si, 0.0012, 0.0897, 0.1388
Si, 0.0424, -0.0193, -0.0432
Si, 0.031, 0.1184, -0.1324
Si, 0.0067, -0.0158, 0.162
Si, 0.0898, -0.0856, 0.0672
Si, 0.0519, 0.0793, 0.1975
Si, 0.2226, 0.0995, 0.0525
Si, -0.2035, 0.1331, -0.0662
Si, 0.084, -0.0872, -0.1369
Si, -0.0751, -0.0737, 0.2593
Si, -0.0157, -0.0355, -0.0239
Si, -0.0123, 0.1205, 0.0389
Si, 0.0971, 0.0572, -0.0341
Si, -0.0793, 0.0304, -0.0645
Si, 0.0494, 0.0109, 0.0439
Si, 0.0229, -0.0238, -0.0449
Si, -0.0679, 0.0171, -0.065
Si, -0.0052, -0.0077, -0.1326
Si, 0.0183, 0.029, -0.0176
Si, 0.0053, 0.0546, -0.1178
Si, -0.0319, -0.0213, -0.0768
Si, 0.049, 0.0824, -0.0722
Si, -0.0374, -0.0626, 0.0012
Si, -0.1315, -0.1212, 0.0777
Si, -0.0395, -0.0008, -0.0247
Si, -0.2106, 0.2042, 0.1277
Si, 0.0961, -0.0791, 0.0569
Si, 0.0127, 0.1596, -0.101
Si, 0.1129, -0.0385, -0.0614
Si, -0.0819, -0.0324, -0.0413
Si, -0.0951, -0.0042, -0.0579
Si, 0.1766, 0.0022, -0.128
Si, 0.1259, -0.1164, 0.069
Si, 0.0055, 0.0083, 0.0736
Si, -0.0283, 0.0585, -0.1587
Si, 0.0279, -0.0027, -0.0418
Si, -0.134, -0.0144, -0.0003
Si, -0.0321, 0.0785, -0.1193
Si, 0.0203, 0.0641, -0.028
Si, 0.0205, -0.0412, -0.0515
Si, -0.0339, -0.0283, -0.0319
Si, -0.1355, -0.0785, -0.0483
Si, -0.0195, -0.0392, -0.1542
Si, 0.0811, -0.0277, -0.0217
Si, 0.0077, 0.1127, -0.0497
Si, -0.0443, -0.0256, -0.0918
Si, 0.0714, -0.0323, -0.0173
Si, -0.0076, -0.0072, 0.0039
Si, -0.004, -0.0074, 0.0058
Si, 0.0077, -0.0017, -0.012
Si, -0.0132, 0.0074, -0.0057
Si, -0.0257, -0.0033, 0.0015
Si, -0.0324, 0.0044, -0.0069
Si, 0.0025, 0.0104, -0.0049
Si, 0.0047, -0.002, -0.0055
Si, -0.022, -0.0081, -0.0048
Si, -0.0161, -0.0323, 0.0034
Si, -0.0221, 0.0159, -0.0107
Si, -0.0007, -0.0129, -0.0021
Si, -0.011, 0.0048, 0.008
Si, -0.0153, 0.0093, -0.0001
Si, -0.0025, -0.0083, -0.0019
Si, 0.0203, -0.002, 0.0127
Si, -0.0124, 0.0059, -0.0061
Si, -0.0041, 0.0111, -0.0091
Si, -0.013, 0.0282, 0.0011
Si, 0.0107, 0.0259, 0.0008
Si, -0.0096, 0.0056, -0.009
Si, 0.0011, -0.0194, -0.0011
Si, 0.0133, -0.0175, 0.0063
Si, 0.0182, 0.0018, 0.0135
Si, 0.0001, 0.016, 0.0051
Si, 0.0202, -0.0065, -0.0044
Si, 0.0002, 0.0242, -0.004
Si, 0.0008, 0.0023, 0.0091
Si, 0.005, 0.0285, 0.0017
Si, 0.0298, 0.0063, 0.0005
Si, 0.0161, -0.0104, -0.0088
Si, 0.0021, -0.0082, -0.009
Si, 0.0183, 0.0103, -0.0083
Si, 0.0047, 0.0069, -0.0096
Si, 0.0084, -0.0279, -0.0064
Si, 0.0002, -0.0235, -0.0057
Si, -0.0023, 0.0263, -0.011
Si, -0.0127, 0.0366, -0.0218
Si, -0.0068, -0.0235, -0.0134
Si, -0.012, -0.0103, -0.0024
Si, 0.0511, 0.0327, -0.0142
Si, 0.0058, -0.0278, 0.0068
Si, -0.0216, -0.0067, 0.0024
Si, 0.0126, 0.0024, -0.0005
Si, 0.0105, 0.0434, 0.0138
Si, 0.0111, 0.0136, 0.0262
Si, -0.0111, -0.0416, 0.0045
Si, -0.0209, 0.0059, -0.0057
Si, 0.0159, 0.0228, -0.0167
Si, -0.0149, -0.0134, -0.004
Si, -0.0258, -0.0127, -0.0068
Si, -0.0057, -0.0063, -0.0028
Si, 0.0033, 0.0019, -0.0006
Si, 0.011, 0.0047, 0.0067
Si, 0.007, -0.0378, 0.0208
Si, -0.0038, -0.0359, 0.0109
Si, 0.0012, 0.0038, 0.0052
Si, 0.0299, 0.038, -0.0079
Si, -0.0341, -0.0102, 0.0028
Si, 0.0034, -0.0228, 0.01
Si, 0.0046, 0.0209, 0.0149
Si, 0.0092, 0.0457, -0.0065
Si, 0.0003, -0.0282, -0.0162
Si, 0.0465, 0.0239, -0.007
Si, -0.0307, -0.0643, -0.0091
Si, -0.0378, -0.0258, -0.0048
Si, -0.0015, -0.0043, 0.0125
Si, 0.0195, 0.0202, 0.0086
Si, -0.0148, -0.0313, 0.001
Si, -0.0119, -0.024, 0.0047
Si, 0.0338, 0.0257, 0.0011
Si, -0.004, 0.0275, 0.0016
Si, -0.0166, -0.0198, 0.0111
Si, 0.0063, -0.0268, 0.0213
Si, 0.0006, 0.0023, 0.0138
Si, -0.0206, -0.0155, -0.0061
Si, 0.0141, -0.0198, 0.0429
Si, -0.033, 0.0058, -0.0092
Si, -0.0128, -0.028, 0.0016
Si, -0.0039, 0.021, 0.0417
Si, -0.0496, -0.0514, -0.0157
Si, -0.0125, -0.0366, 0.001
Si, -0.0195, -0.0131, -0.013
Si, -0.0767, 0.0396, -0.0185
Si, 0.0049, -0.0345, 0.025
Si, -0.0428, 0.0534, -0.0098
Si, -0.0133, 0.0208, 0.0038
Si, 0.0351, 0.0004, 0.0215
Si, -0.0175, 0.0081, -0.0136
Si, 0.0127, -0.0009, -0.0076
Si, -0.0575, 0.047, -0.0155
Si, 0.0037, 0.0139, -0.0305
Si, 0.0074, -0.0436, -0.0082
Si, 0.0191, 0.0329, -0.0171
Si, 0.0307, -0.0261, 0.0104
Si, 0.0469, -0.0724, 0.0311
Si, 0.0097, 0.0306, -0.0059
Si, 0.0713, -0.0044, -0.0114
Si, 0.0049, 0.0078, 0.0115
Si, 0.0486, 0.0051, -0.0032
Si, 0.0151, 0.0332, 0.0015
Si, -0.0322, 0.0619, 0.0153
Si, 0.0134, 0.0241, -0.0175
Si, 0.0474, -0.0065, 0.0026
Si, 0.02, 0.0046, 0.0163
Si, -0.0116, 0.0048, -0.0068
Si, 0.0084, -0.0053, -0.0072
Si, -0.0149, -0.0047, -0.0181
Si, 0.0743, 0.1225, -0.0485
Si, -0.0266, 0.0361, 0.0243
Si, 0.0608, 0.0252, -0.0024
Si, -0.0685, -0.0521, 0.0245
Si, -0.0533, -0.0156, 0.046
Si, -0.0119, 0.0117, 0.0622
Si, -0.0147, 0.0621, 0.0335
Si, 0.0363, -0.0609, 0.0324
Si, 0.0346, 0.011, 0.0548
Si, 0.0008, 0.048, 0.0718
Si, -0.0107, 0.0279, 0.0377
Si, -0.0114, -0.0594, 0.0069
Si, -0.0009, 0.0148, 0.0536
Si, 0.0153, -0.0059, 0.0622
Si, -0.012, -0.0031, 0.0897
Si, -0.0602, -0.0024, 0.0512
Si, -0.0177, -0.006, 0.0339
Si, -0.0005, -0.0538, 0.0669
Si, 0.0271, -0.0644, 0.0894
Si, 0.0015, -0.0398, 0.0406
Si, 0.0072, 0.0896, -0.0174
Si, -0.0021, -0.0641, 0.0158
Si, -0.0076, -0.0052, 0.0236
Si, 0.0232, 0.0121, 0.023
Si, 0.0183, 0.027, 0.0006
Si, -0.0064, -0.0183, -0.0342
Si, 0.0101, 0.0539, 0.0506
Si, -0.0428, -0.0831, -0.013
Si, -0.0536, -0.0312, 0.0555
Si, -0.0047, -0.045, -0.0193
Si, -0.0009, -0.0235, -0.0396
Si, -0.0187, 0.0313, -0.0032
Si, 0.0109, -0.0009, 0.0196
Si, 0.067, 0.073, -0.047
Si, -0.0261, 0.0054, 0.0681
Si, -0.018, 0.0224, 0.0725
Si, -0.0315, -0.036, 0.0477
Si, 0.0137, -0.1129, -0.0161
Si, 0.0118, 0.0321, 0.0886
Si, -0.0668, 0.0343, 0.0615
Si, -0.0182, 0.2587, -0.0614
Si, 0.0562, -0.0425, 0.0462
Si, -0.0282, -0.0037, -0.0501
Si, -0.0061, -0.0065, 0.0159
Si, 0.0299, -0.0258, 0.0528
Si, -0.0607, -0.0533, 0.0396
Si, -0.0613, -0.0172, -0.0147
Si, -0.0459, -0.036, 0.0045
Si, 0.0266, 0.0404, 0.0342
Si, -0.0363, -0.0034, 0.1193
Si, 0.0116, 0.0765, -0.0501
Si, 0.0751, 0.0368, 0.1159
Si, -0.0161, -0.1223, -0.0719
Si, 0.0177, 0.083, -0.0575
Si, -0.0757, 0.0209, 0.0871
Si, -0.0469, 0.0888, 0.049
Si, -0.001, 0.0277, -0.0053
Si, 0.0866, 0.0341, 0.0213
Si, 0.0401, -0.0418, 0.0304
Si, -0.0585, -0.0496, 0.0638
Si, 0.0721, 0.0142, 0.0414
Si, 0.0253, 0.0833, 0.0563
Si, 0.0222, -0.1091, -0.0525
Si, 0.07, -0.0036, -0.007
Si, -0.0505, -0.0298, 0.154
Si, -0.015, -0.109, 0.0058
Si, 0.0811, 0.041, -0.0219
Si, 0.0765, -0.0705, 0.0142
Si, -0.0583, 0.031, 0.0352
Si, -0.0809, -0.0449, 0.056
Si, 0.0172, 0.0041, 0.0149
Si, 0.1177, 0.04, 0.0844
Si, 0.0427, -0.0511, -0.1408
Si, 0.0644, -0.121, 0.1308
Si, -0.1157, 0.019, -0.1218
Si, 0.0437, 0.0026, 0.0423
Si, -0.1491, -0.1692, -0.1567
Si, 0.0541, 0.1215, -0.2461
Si, -0.0802, 0.0389, -0.0408
Si, -0.0261, -0.0564, 0.0794
Si, 0.02, 0.0131, -0.1748
Si, 0.1128, -0.0067, -0.1065
Si, -0.1553, 0.0571, 0.023
Si, 0.0542, 0.0429, 0.2045
Si, 0.0627, -0.0932, 0.0898
Si, 0.144, 0.0049, -0.0437
Si, -0.0149, -0.0075, 0.0192
Si, 0.0702, -0.0226, 0.0053
Si, -0.0122, -0.0739, 0.0312
Si, 0.0181, -0.0771, -0.041
Si, -0.1237, -0.0635, -0.0214
Si, -0.0475, 0.0431, -0.095
Si, -0.0071, -0.0861, 0.0983
Si, 0.099, -0.1051, 0.078
Si, -0.1118, 0.0421, -0.1094
Si, 0.0076, 0.0448, -0.0067
Si, -0.0559, 0.0088, -0.1641
Si, 0.106, 0.0094, -0.2815
Si, -0.0886, 0.1176, 0.0581
Si, 0.0827, 0.0216, -0.0759
Si, -0.0641, 0.1151, -0.0738
Si, -0.1133, 0.1421, 0.0959
Si, 0.0417, -0.0755, -0.0057
Si, 0.0893, -0.0546, -0.2356
Si, -0.0525, 0.2019, -0.1352
Si, -0.0446, 0.0596, -0.0827
Si, 0.1225, -0.0113, 0.0623
Si, 0.0172, -0.0791, -0.0387
Si, 0.0599, 0.3273, 0.245
Si, 0.1076, 0.0203, 0.2212
Si, 0.1473, -0.0392, 0.3027
Si, -0.0112, 0.0994, 0.2257
Si, 0.058, -0.0669, 0.2219
Si, 0.008, 0.119, 0.2367
Si, -0.0721, 0.0038, 0.1201
Si, 0.0413, -0.0696, 0.1132
Si, 0.2056, 0.0469, 0.3105
Si, -0.0353, 0.0411, 0.2356
Si, -0.0864, -0.0204, 0.0985
Si, 0.0191, 0.0201, 0.273
Si, 0.0003, 0.0915, 0.2176
Si, -0.1126, 0.0034, 0.2767
Si, -0.2023, 0.0101, 0.1568
Si, -0.0671, -0.0135, 0.1235
Si, -0.0866, 0.0836, 0.2983
Si, 0.2891, 0.0512, 0.0409
Si, 0.2106, -0.0919, 0.1345
Si, -0.1798, -0.0433, 0.1035
Si, -0.0093, 0.1922, 0.312
Si, 0.0639, -0.0802, 0.211
Si, -0.0782, -0.0496, 0.1775
Si, 0.1076, -0.0502, 0.3272
Si, 0.1872, 0.0714, 0.2438
Si, -0.0085, -0.2759, 0.3341
Si, -0.1673, 0.1545, 0.2116
Si, 0.0307, -0.1943, 0.2872
Si, 0.0824, -0.0862, 0.2736
Si, -0.0872, 0.031, 0.3147
Si, 0.0015, -0.0921, 0.1853
Si, 0.0109, -0.0467, 0.2779
Si, 0.0943, 0.0028, 0.1118
Si, -0.0215, 0.0227, 0.1346
Si, -0.1712, -0.122, 0.3655
Si, -0.0573, -0.1562, 0.2393
Si, -0.0599, -0.1316, 0.219
Si, 0.2571, -0.0546, -0.3472
Si, 0.1126, -0.0364, -0.1231
Si, 0.0285, -0.0798, -0.0252
Si, 0.1248, -0.1374, 0.2146
Si, -0.0586, -0.0293, 0.3498
Si, -0.1513, 0.1677, 0.2469
Si, -0.1129, -0.0076, 0.281
Si, -0.1336, -0.0223, 0.0127
Si, -0.0084, -0.0369, 0.0711
Si, -0.3019, 0.222, 0.0584
Si, -0.0596, -0.0113, 0.0201
Si, -0.2791, 0.2461, 0.0606
Si, -0.0672, 0.1462, -0.1642
Si, -0.1231, -0.2145, -0.0925
Si, 0.1893, -0.0625, -0.0663
Si, 0.0656, -0.2801, 0.1585
Si, -0.0735, 0.0943, -0.0851
Si, 0.0461, -0.0052, -0.1301
Si, 0.0609, 0.0429, 0.216
Si, -0.1532, -0.1896, -0.208
Si, 0.224, -0.2568, -0.2195
Si, 0.2267, -0.0736, -0.1381
Si, 0.0623, -0.0003, -0.4439
Si, -0.1797, -0.0486, -0.0127
Si, -0.0159, -0.1313, 0.4873
Si, 0.081, -0.165, 0.0277
Si, -0.0516, 0.0423, 0.2121
Si, -0.0825, 0.0995, -0.2501
Si, 0.0622, -0.0265, 0.1649
Si, -0.1696, 0.0315, 0.3687
Si, -0.2, 0.1504, -0.0323
Si, 0.0051, 0.1719, -0.1218
Si, 0.1945, 0.0293, 0.5791
Si, 0.0518, 0.0764, -0.253
Si, 0.0289, 0.1019, -0.079
Si, 0.1269, 0.1129, 0.0612
Si, 0.0143, 0.1062, 0.2719
Si, -0.1091, 0.1745, 0.1034
Si, 0.0131, -0.1324, 0.1921
Si, 0.129, 0.149, 0.3013
Si, -0.1554, -0.0643, -0.0799
Si, 0.1741, 0.1717, 0.64
Si, -0.0303, 0.18, 0.3958
Si, 0.1416, -0.0792, -0.2409
Si, -0.0111, -0.0086, 0.2552
Si, -0.2743, -0.0779, 0.2782
Si, -0.1038, -0.1615, -0.0241
Si, 0.0392, 0.1175, 0.1361
Si, 0.0852, -0.1302, 0.1927
Si, -0.123, 0.1263, 0.2703
Si, -0.0775, -0.079, 0.3201
Si, 0.0481, -0.0346, -0.1395
Si, -0.0491, 0.1339, 0.4108
Si, 0.1555, -0.0828, 0.3973
Si, -0.0049, 0.1244, 0.2736
Si, -0.188, 0.0086, 0.2048
Si, -0.1684, 0.0546, 0.3233
Si, -0.2456, -0.1354, -0.0276
Si, 0.1132, 0.0376, 0.1119
Si, 0.1018, 0.052, 0.2399
Si, 0.0907, 0.0408, 0.4153
Si, -0.0117, -0.0876, 0.5267
Si, -0.0918, -0.0421, 0.3712
Si, -0.039, -0.1634, 0.4105
Si, 0.041, 0.1993, 0.345
Si, 0.1983, 0.0274, 0.2778
Si, -0.1768, -0.0036, -0.1231
Si, -0.0454, -0.1083, 0.0897
Si, -0.0132, -0.0101, 0.1953
Si, -0.1128, -0.1268, 0.3656
Si, 0.096, 0.0301, -0.1743
Si, 0.2899, -0.0083, -0.4325
Si, 0.0854, -0.0174, 0.0089
Si, 0.098, 0.0655, 0.0757
Si, -0.0913, -0.1839, 0.3142
Si, -0.0701, 0.0595, 0.4006
Si, -0.0395, -0.1671, 0.4113
Si, 0.0677, 0.113, -0.0504
Si, 0.0936, -0.1087, 0.2084
Si, 0.2695, -0.1263, 0.3353
Si, 0.0297, -0.0191, 0.1707
Si, 0.0218, -0.0214, 0.3096
Si, -0.0294, 0.1001, -0.1995
Si, -0.0681, -0.01, -0.1414
Si, -0.0788, -0.297, -0.3051
Si, 0.0366, 0.1183, -0.3546
Si, 0.224, -0.1451, 0.1964
Si, -0.1176, 0.0515, 0.1382
Si, 0.0776, 0.0681, 0.1642
Si, -0.1469, 0.0092, 0.3933
Si, -0.0074, -0.0046, -0.0842
Si, -0.081, -0.1114, -0.2622
Si, -0.0565, -0.0258, -0.0141
Si, -0.0829, -0.0099, -0.4095
Si, -0.0176, 0.0322, 0.068
Si, 0.0598, 0.0493, 0.0777
Si, 0.0027, 0.1436, 0.197
Si, 0.0425, 0.1133, -0.0411
Si, 0.0102, -0.0443, 0.068
Si, 0.0995, 0.0332, -0.4296
Si, 0.0926, 0.1162, -0.4354
Si, 0.0823, 0.0265, -0.1452
Si, -0.1093, 0.2316, -0.2649
Si, -0.0287, 0.0184, -0.4503
Si, 0.0989, -0.2024, -0.2939
Si, 0.1692, 0.1301, 0.11
Si, -0.036, 0.0019, -0.2218
Si, -0.0377, 0.0431, -0.3589
Si, 0.0093, -0.0287, -0.2154
Si, -0.1443, 0.1453, 0.3557
Si, -0.0244, 0.0777, 0.0524
Si, -0.0772, -0.0738, 0.0674
Si, 0.0627, 0.1134, -0.1737
Si, -0.1325, -0.0777, 0.0015
Si, 0.0375, -0.0152, 0.0251
Si, 0.0915, -0.1129, 0.199
Si, -0.0237, 0.1532, -0.2415
Si, 0.0051, -0.0871, 0.008
Si, 0.0442, -0.0055, -0.185
Si, -0.1378, -0.0565, 0.1188
Si, 0.1116, 0.1146, -0.2546
Si, 0.0092, 0.0331, -0.1989
Si, -0.1831, 0.0584, 0.039
Si, 0.0167, 0.0929, 0.3789
Si, 0.0113, -0.1646, -0.3312
Si, 0.1814, 0.0785, 0.3103
Si, -0.2168, -0.0504, -0.0405
Si, 0.0478, -0.0691, -0.1601
Si, -0.0897, -0.1456, -0.0582
Si, 0.0202, 0.0235, -0.0967
Si, -0.2264, 0.0923, -0.2323
Si, -0.0958, 0.0741, -0.1041
Si, 0.0534, 0.0259, -0.4848
Si, 0.1817, -0.083, -0.0266
Si, 0.0674, 0.1555, 0.0643
Si, 0.0842, -0.0698, -0.373
Si, 0.0449, 0.03, -0.1464
Si, 0.0527, -0.0901, -0.3118
Si, 0.1552, 0.0665, 0.3247
Si, 0.0845, 0.0569, -0.2726
Si, -0.1213, -0.0406, -0.2449
Si, 0.1202, -0.2587, -0.2631
Si, 0.1648, 0.0458, -0.1271
Si, 0.0222, 0.1663, 0.1332
Si, 0.2037, -0.0327, -0.3639
Si, -0.235, -0.0781, -0.2824
Si, -0.0187, 0.1997, -0.2803
Si, -0.1952, 0.0453, -0.1493
Si, -0.0506, 0.0705, -0.2003
Si, -0.0628, -0.0793, 0.0854
Si, -0.068, 0.0708, -0.3117
Si, 0.0656, -0.1079, 0.2649
Si, -0.1196, -0.1365, -0.2117
Si, -0.1014, 0.0718, -0.5146
Si, -0.0811, -0.0917, -0.3635
Si, -0.0025, 0.1717, -0.1533
Si, -0.0482, -0.1019, -0.0782
Si, -0.1723, 0.0817, -0.4189
Si, -0.1239, -0.1103, -0.1984
Si, 0.2795, 0.02, -0.4419
Si, -0.0544, -0.2191, -0.4764
Si, 0.0196, 0.1124, -0.0225
Si, 0.1801, -0.1764, 0.3258
Si, 0.0997, -0.0657, -0.2979
Si, 0.039, 0.0638, -0.0822
O, 0.033, -0.1653, 0.1577
O, -0.0658, -0.0393, 0.4891
O, -0.0034, -0.2485, -0.0354
O, -0.1741, 0.1438, 0.2906
O, -0.0727, -0.236, 0.235
O, -0.0716, 0.1733, 0.4792
O, -0.1306, 0.1032, -0.1583
O, 0.021, 0.0371, 0.1634
O, 0.3228, 0.1947, -0.1916
O, -0.1811, -0.1688, -0.0552
O, -0.1511, 0.1791, 0.0302
O, -0.0065, 0.2051, -0.0551
O, 0.2259, -0.1995, 0.001
O, -0.0113, -0.3085, 0.6143
O, -0.3029, 0.1613, -0.0579
O, -0.0019, 0.0526, 0.102
O, -0.103, 0.1923, 0.1359
O, -0.009, 0.0216, 0.3387
O, -0.0692, 0.0933, 0.047
O, -0.0094, -0.0356, 0.4193
O, 0.0494, -0.0082, 0.0664
O, -0.0921, -0.369, 0.0872
O, -0.2492, 0.0343, 0.2735
O, -0.4425, 0.2426, 0.2234
O, 0.0993, -0.1603, 0.182
O, 0.0564, 0.0597, 0.2697
O, -0.231, 0.3304, -0.0833
O, 0.1377, -0.0766, 0.2804
O, 0.0765, 0.3979, -0.112
O, -0.0131, -0.207, 0.7707
O, -0.1855, -0.4908, 0.066
O, 0.1949, -0.0134, 0.1299
O, 0.172, 0.0906, -0.0441
O, -0.0912, 0.018, 0.0916
O, -0.0516, 0.0607, 0.3393
O, -0.1331, -0.1841, 0.2647
O, -0.1186, -0.0289, -0.0212
O, -0.172, 0.5911, 0.1143
O, 0.0586, 0.317, 0.321
O, 0.0731, 0.092, 0.3107
O, 0.2775, 0.5035, 0.2272
O, 0.248, 0.1176, 0.2669
O, 0.1011, -0.3113, 0.4053
O, 0.2597, 0.0514, 0.2767
O, 0.0232, -0.3586, 0.2927
O, 0.0212, 0.2169, -0.1095
O, 0.4, 0.2584, 0.4481
O, 0.035, -0.1482, 0.8881
O, 0.0727, -0.2419, 0.1338
O, -0.2147, 0.1208, 0.1163
O, 0.284, -0.0998, 0.2164
O, -0.0247, 0.2007, 0.2608
O, 0.2406, 0.1428, 0.4565
O, -0.0921, -0.0968, 0.2771
O, -0.0483, -0.2471, 0.2693
O, -0.1969, -0.1549, 0.315
O, -0.0923, -0.1154, -0.0277
O, 0.2248, 0.0916, 0.5832
O, 0.1767, 0.2848, -0.1287
O, 0.247, -0.1649, 0.2058
O, 0.0653, 0.0402, 0.2798
O, -0.2771, 0.199, 0.2764
O, -0.189, -0.3057, 0.1409
O, 0.2886, 0.0396, 0.2917
O, 0.3035, -0.4431, 0.2775
O, -0.0096, -0.0855, 0.1172
O, -0.0118, -0.1811, 0.0955
O, -0.0804, 0.012, 0.2212
O, -0.0795, -0.0509, 0.0549
O, 0.0227, 0.3004, 0.1766
O, 0.2369, 0.2124, 0.0711
O, -0.2106, 0.064, 0.026
O, 0.4292, 0.0022, -0.4833
O, -0.1099, 0.1817, -0.5923
O, 0.1476, -0.0718, -0.1483
O, -0.3163, 0.0354, 0.0466
O, 0.1458, -0.0859, -0.1042
O, 0.1754, -0.2415, 0.1936
O, -0.1275, 0.2351, -0.2116
O, -0.1138, 0.2395, 0.0228
O, -0.0288, -0.2216, -0.3023
O, -0.0378, 0.0479, 0.2976
O, 0.355, 0.0257, -0.3387
O, 0.2741, 0.1002, 0.1187
O, 0.215, -0.016, -0.1093
O, 0.0152, -0.0294, -0.1779
O, 0.1751, -0.047, 0.0686
O, 0.1059, -0.0228, -0.0364
O, -0.0949, 0.2967, -0.1067
O, 0.1198, -0.1325, -0.1898
O, -0.063, 0.14, -0.3911
O, 0.0352, -0.0866, -0.1285
O, -0.3, 0.1642, -0.4384
O, 0.0733, 0.3362, -0.3889
O, 0.215, 0.0115, -0.1937
O, -0.2868, -0.2563, 0.0107
O, 0.1986, 0.1325, 0.057
O, -0.0709, 0.2506, -0.2208
O, -0.2763, -0.0879, -0.1699
O, 0.136, 0.0199, -0.0077
O, -0.2693, 0.0843, -0.1116
O, -0.0761, 0.1104, -0.1076
O, 0.0565, -0.2986, -0.1777
O, -0.1264, 0.2306, -0.1723
O, 0.0454, -0.0055, -0.3965
O, 0.2378, 0.0435, -0.0748
O, 0.0804, -0.193, -0.1375
O, 0.0311, -0.3312, -0.1101
O, 0.1066, -0.1621, 0.2301
O, -0.406, 0.3262, -0.066
O, -0.138, 0.2766, -0.3808
O, 0.0446, -0.0168, -0.1302
O, -0.0862, 0.0619, 0.0015
O, -0.0118, 0.2119, -0.393
O, 0.1057, 0.0286, -0.2071
O, -0.1249, 0.153, -0.1525
O, -0.3208, -0.0583, -0.0582
O, -0.028, 0.1551, 0.0574
O, 0.1136, 0.0573, -0.146
O, 0.1547, -0.3569, -0.0173
O, -0.1948, 0.1302, -0.1162
O, 0.0709, -0.2946, -0.7051
O, -0.1706, 0.0819, -0.2591
O, -0.2636, -0.073, -0.3055
O, -0.2055, -0.2787, -0.0345
O, -0.2498, -0.0284, -0.2596
O, -0.0182, -0.0285, -0.2041
O, -0.0522, 0.0091, 0.0623
O, -0.052, -0.1722, -0.2337
O, -0.1258, -0.2187, -0.199
O, 0.013, -0.0419, -0.3517
O, -0.2664, 0.0131, -0.4548
O, 0.112, 0.04, 0.2034
O, 0.181, 0.3044, -0.2908
O, 0.2327, 0.131, 0.1676
O, 0.1511, 0.027, -0.2512
O, -0.1186, -0.1106, -0.6476
O, -0.0488, 0.0413, -0.4028
O, 0.1387, -0.0232, -0.0741
O, -0.1375, -0.3284, -0.4027
O, -0.0264, -0.094, -0.1089
O, 0.0436, -0.0359, -0.4244
O, -0.0182, -0.1429, -0.2077
O, -0.1457, 0.0267, -0.0141
O, 0.0215, 0.0477, 0.0069
O, -0.1538, 0.0702, -0.3606
O, -0.0708, 0.0779, -0.1846
O, 0.0087, -0.071, 0.0185
O, -0.0272, 0.1117, 0.2439
O, -0.1266, -0.0566, -0.0643
O, 0.0087, 0.115, -0.2684
O, 0.1645, -0.0464, -0.1222
O, 0.0669, -0.0845, -0.2222
O, -0.1755, -0.2772, -0.2965
O, 0.2259, -0.1769, -0.2509
O, 0.1047, -0.1662, -0.3939
O, -0.0685, -0.1955, 0.008
O, -0.0329, 0.1422, 0.1244
O, 0.2428, -0.0819, -0.0708
O, -0.1235, -0.1144, 0.0692
O, 0.1306, 0.094, -0.3618
O, -0.1034, 0.056, 0.1069
O, -0.2536, 0.1713, 0.0169
O, -0.0348, 0.2833, -0.0708
O, -0.0574, 0.1449, -0.0806
O, 0.216, 0.1105, -0.4036
O, 0.0763, 0.057, -0.1575
O, -0.3476, 0.041, 0.0241
O, -0.0669, 0.0763, -0.2249
O, 0.0335, -0.0404, -0.1284
O, 0.041, -0.0772, -0.0018
O, -0.145, 0.161, -0.2652
O, 0.3882, -0.0637, 0.2089
O, 0.1248, 0.0336, -0.1341
O, -0.108, -0.0187, -0.0594
O, 0.0996, 0.1544, 0.0391
O, -0.0279, 0.3755, -0.2347
O, -0.0755, 0.1222, -0.2489
O, 0.1077, -0.2042, 0.1503
O, 0.2685, -0.2213, -0.4571
O, -0.019, 0.164, -0.0807
O, -0.1218, 0.0666, -0.0237
O, -0.1298, -0.0513, 0.3731
O, -0.2437, 0.074, -0.3035
O, 0.0719, 0.1203, -0.2107
O, 0.2182, -0.1133, -0.0533
O, 0.2819, -0.1711, -0.1615
O, 0.2073, 0.0661, -0.3239
O, -0.1305, 0.2266, -0.1455
O, 0.1495, 0.1835, 0.1252
O, -0.0703, -0.3004, 0.1692
O, -0.0723, 0.0762, 0.2366
O, -0.105, 0.153, -0.3367
O, 0.1142, -0.1579, -0.3313
O, -0.1406, -0.0042, -0.1174
O, 0.0117, -0.0293, 0.2615
O, -0.3762, 0.196, -0.3112
O, 0.0904, 0.1822, -0.0122
O, -0.0922, -0.0085, 0.0539
O, -0.2025, -0.1474, -0.268
O, -0.0656, -0.1076, -0.0111
O, -0.0624, -0.0439, -0.0184
O, -0.1904, -0.0169, -0.2466
O, 0.0468, -0.0288, -0.1257
O, 0.0159, 0.056, -0.3077
O, 0.2665, -0.0671, -0.235
O, -0.0464, -0.0279, 0.0634
O, 0.0927, -0.2503, 0.1274
O, 0.1219, -0.1476, -0.1239
O, -0.0484, 0.0926, 0.0788
O, -0.2014, 0.3817, -0.1138
O, 0.0638, -0.1802, 0.3858
O, -0.1701, 0.0634, 0.3617
O, -0.3514, 0.0634, 0.5244
O, -0.0889, 0.084, 0.3102
O, 0.0919, 0.0077, 0.1617
O, -0.1369, -0.0976, 0.3404
O, -0.1277, 0.2274, -0.126
O, 0.0386, -0.136, -0.5494
O, 0.0635, 0.1638, -0.1673
O, 0.0452, -0.2326, 0.0049
O, 0.1645, 0.2498, 0.3335
O, 0.037, -0.1697, -0.0575
O, -0.0178, 0.0178, -0.2308
O, 0.104, 0.0141, -0.077
O, 0.129, 0.2006, -0.1864
O, -0.0258, -0.0966, -0.0426
O, -0.1824, -0.3352, 0.169
O, 0.1232, 0.0036, 0.4604
O, 0.3153, 0.0712, -0.0416
O, -0.0705, 0.1302, -0.0501
O, 0.289, -0.1738, -0.0365
O, 0.2106, -0.2488, -0.283
O, 0.2709, -0.0873, -0.3678
O, 0.0017, 0.0908, 0.0384
O, 0.0725, -0.0418, -0.0539
O, -0.0101, -0.1101, 0.0257
O, -0.0141, 0.0157, 0.2366
O, 0.0154, 0.2728, 0.2059
O, 0.1644, 0.1233, -0.2637
O, -0.1017, 0.173, -0.0405
O, 0.0677, -0.0226, 0.0951
O, -0.2913, -0.1261, 0.2308
O, 0.071, 0.0853, -0.1938
O, -0.0495, -0.2579, 0.3529
O, -0.1771, -0.0004, 0.0781
O, 0.1094, 0.0169, -0.1267
O, 0.0706, -0.0702, 0.0692
O, -0.0125, 0.0575, 0.156
O, 0.0785, -0.1614, -0.1713
O, 0.0166, -0.1458, -0.2844
O, -0.0914, -0.0234, -0.3799
O, -0.0609, 0.0336, -0.3133
O, 0.0709, -0.194, -0.072
O, -0.232, -0.1319, 0.2551
O, -0.1372, -0.0483, 0.176
O, 0.2303, 0.1597, 0.3676
O, 0.2314, -0.1486, -0.0478
O, 0.0172, 0.2966, 0.6726
O, -0.0486, -0.0582, 0.2288
O, -0.0264, 0.098, 0.2851
O, -0.189, -0.0807, -0.4089
O, 0.0666, -0.3323, -0.1184
O, 0.0538, 0.3092, -0.227
O, 0.0845, -0.3651, -0.0178
O, 0.1624, 0.0291, -0.0806
O, -0.1167, 0.1731, 0.099
O, -0.2153, 0.0863, 0.0047
O, -0.0873, -0.0071, 0.1913
O, 0.172, 0.3379, -0.0502
O, -0.1879, -0.2254, 0.5325
O, -0.1742, 0.0054, -0.0465
O, -0.136, -0.3392, 0.425
O, -0.0794, -0.1246, 0.0886
O, 0.0305, -0.1016, -0.1947
O, -0.0495, 0.0695, 0.3495
O, 0.168, -0.1154, 0.1582
O, -0.2162, -0.0594, 0.2359
O, 0.4024, 0.2534, 0.1899
O, 0.026, 0.1572, -0.3058
O, 0.1307, 0.0222, 0.0331
O, -0.1166, -0.0419, 0.169
O, -0.2248, 0.0503, -0.0495
O, 0.0739, -0.0648, -0.0345
O, -0.0748, 0.1724, -0.2096
O, 0.0174, -0.092, 0.4069
O, -0.2374, -0.2611, 0.0269
O, -0.1854, -0.3547, 0.3045
O, 0.0978, -0.2739, -0.1293
O, 0.08, -0.0444, -0.1963
O, 0.102, 0.2398, 0.2403
O, -0.1091, -0.1901, 0.1309
O, 0.2294, -0.138, 0.1176
O, -0.0681, 0.0164, 0.0328
O, -0.178, -0.1791, 0.08
O, 0.1799, -0.0646, -0.035
O, 0.1247, 0.2335, 0.4003
O, -0.1178, -0.1346, 0.0035
O, -0.0847, -0.0819, -0.0357
O, 0.0923, 0.2641, 0.2694
O, 0.069, -0.0196, -0.0096
O, -0.114, -0.1281, 0.2091
O, -0.2735, 0.2429, 0.2604
O, 0.187, -0.1457, -0.2788
O, -0.1443, 0.0353, -0.0006
O, -0.1292, -0.0689, 0.1795
O, 0.2274, -0.0799, 0.3126
O, 0.1957, 0.0662, 0.246
O, 0.0136, 0.046, 0.161
O, -0.1512, -0.1962, -0.2629
O, 0.079, -0.1162, -0.1869
O, 0.2787, 0.3335, 0.1565
O, 0.01, -0.2016, 0.2253
O, 0.0995, 0.1001, 0.2052
O, 0.1284, 0.2266, -0.2974
O, -0.0188, -0.0236, 0.108
O, 0.0953, -0.2355, 0.1836
O, -0.028, 0.1826, 0.2218
O, -0.0442, -0.1354, 0.0577
O, 0.1393, -0.0331, 0.0705
O, 0.1434, -0.0507, 0.4414
O, 0.0701, 0.3281, -0.2343
O, 0.1802, -0.1536, -0.1712
O, 0.1377, -0.3845, 0.0302
O, -0.0761, 0.3174, 0.127
O, -0.1265, 0.1854, -0.2315
O, -0.0353, 0.0004, 0.2776
O, -0.0273, -0.1761, 0.3915
O, 0.1412, -0.0687, 0.1597
O, 0.122, -0.1297, -0.2494
O, -0.1194, 0.2715, -0.0986
O, -0.0561, 0.2753, 0.2462
Si, 0.0131, -0.0416, -0.0595
Si, 0.0124, -0.0879, -0.0614
Si, -0.0466, -0.0174, -0.02
Si, 0.0371, -0.0115, 0.0092
Si, 0.0353, -0.0076, -0.0026
Si, 0.0293, -0.0198, -0.0737
Si, 0.0038, 0.0731, -0.0482
Si, -0.0211, 0.0005, -0.0257
Si, 0.0132, -0.0074, -0.0203
Si, 0.0244, 0.0222, 0.0619
Si, -0.0061, -0.0022, 0.0171
Si, -0.0373, -0.0349, -0.0616
Si, -0.0391, 0.0006, -0.0526
Si, 0.0123, 0.0335, -0.0222
Si, -0.0303, 0.0015, 0.0241
Si, -0.0417, 0.0399, -0.0411
Si, 0.0182, -0.2043, -0.0011
Si, -0.0538, -0.1361, -0.0555
Si, -0.0011, -0.0384, -0.0091
Si, 0.0261, 0.0053, -0.0035
Si, 0.0428, 0.0595, 0.0216
Si, -0.1023, 0.0044, -0.0771
Si, -0.048, -0.0056, -0.0811
Si, 0.025, -0.0425, -0.0171
Si, 0.043, 0.0408, -0.0231
Si, 0.0337, 0.047, -0.0688
Si, 0.1375, 0.144, -0.0252
Si, -0.0141, -0.0275, 0.0042
Si, -0.0499, 0.0051, -0.0242
Si, -0.0038, 0.0188, -0.0207
Si, 0.0692, 0.0717, 0.0116
Si, 0.0877, 0.0268, -0.0614
Si, -0.0011, 0.0342, -0.0966
Si, -0.0815, -0.0579, -0.0125
Si, -0.0075, 0.0671, 0.0177
Si, 0.0363, 0.0267, -0.0219
Si, 0.0186, 0.0177, 0.0205
Si, 0.0201, 0.0462, -0.0082
Si, 0.0171, 0.0307, -0.0388
Si, -0.0257, 0.0827, 0.0189
Si, -0.0395, 0.0141, -0.0074
Si, -0.0067, 0.0424, 0.0018
Si, 0.0355, -0.0397, -0.006
Si, 0.0259, -0.045, -0.0472
Si, -0.0205, 0.0115, -0.0171
Si, -0.0532, 0.0218, 0.0008
Si, -0.0273, 0.0086, -0.0092
Si, 0.045, -0.0109, 0.0291
Si, 0.0036, -0.0026, -0.0014
Si, -0.0821, 0.0408, -0.029
Si, 0.0194, -0.013, -0.01
Si, 0.0236, -0.0291, -0.0047
Si, -0.0054, 0.0046, 0.0036
Si, -0.0317, 0.0655, -0.0268
Si, -0.0136, 0.0058, -0.0381
Si, -0.0129, -0.0307, 0.0027
Si, 0.0082, -0.0085, 0.0059
Si, 0.052, -0.0172, -0.0033
Si, 0.0305, 0.0115, 0.0131
Si, -0.0177, -0.0111, -0.0444
Si, -0.022, -0.0188, 0.0063
Si, 0.0135, 0.0107, 0.0258
Si, 0.0219, -0.0487, 0.0187
Si, 0.007, -0.0161, -0.0329
Si, -0.0083, -0.0107, -0.013
Si, -0.0028, -0.0399, -0.0127
Si, -0.0268, -0.037, 0.0219
Si, 0.0214, -0.0258, 0.049
Si, 0.0048, 0.0199, 0.0043
Si, 0.0356, 0.0225, -0.0329
Si, -0.0528, 0.0018, -0.0216
Si, -0.0089, -0.0162, -0.0098
Si, -0.0286, -0.0106, 0.0044
Si, -0.0058, 0.0028, -0.0147
Si, -0.0143, -0.0032, 0.0069
Si, -0.0013, 0.0083, 0.0009
Si, 0.0272, 0.0001, 0.0028
Si, -0.0301, -0.0933, 0.0159
Si, -0.0017, 0.035, -0.0116
Si, 0.0051, 0.001, 0.0126
Si, -0.0112, -0.0146, 0.0174
Si, -0.0109, 0.0171, 0.0076
Si, 0.035, 0.0067, 0.0161
Si, 0.019, 0.0016, 0.0126
Si, -0.0138, -0.0072, -0.0068
Si, -0.0243, -0.0131, -0.0009
Si, 0.0141, 0.0515, -0.0117
Si, -0.0277, 0.0035, -0.003
Si, 0.0203, -0.0174, 0.0054
Si, 0.0107, 0.0064, -0.0004
Si, -0.0168, 0.0031, 0.0086
Si, -0.0116, -0.0088, -0.0101
Si, 0.0046, -0.0055, 0.0018
Si, 0.0129, 0.0263, 0.0009
Si, -0.0521, -0.0361, 0.0033
Si, -0.0052, 0.0142, -0.0152
Si, 0.057, 0.0264, -0.0094
Si, -0.0112, -0.0187, 0.0057
Si, -0.0715, -0.0395, 0.0063
Si, 0.033, 0.0696, 0.0204
Si, 0.0193, -0.0226, -0.0166
Si, -0.007, -0.0019, -0.0074
Si, -0.0129, -0.0031, -0.005
Si, 0.0176, 0.0448, -0.0136
Si, -0.0027, -0.0231, 0.0031
Si, 0.0044, 0.0051, -0.0117
Si, 0.0353, -0.001, 0.0043
Si, 0.0192, -0.0142, 0.0003
Si, 0.0005, 0.015, -0.0007
Si, 0.0169, -0.0144, 0.0001
Si, 0.0086, 0.0396, 0.0172
Si, 0.0143, -0.0116, 0.0062
Si, -0.004, 0.0033, 0.0015
Si, 0.0005, 0.0065, 0.0008
Si, 0.0037, -0.0236, 0.0013
Si, 0.0008, -0.0149, 0.0041
Si, -0.0034, -0.0011, -0.0011
Si, -0.0014, 0.0034, 0.0006
Si, -0.0153, -0.0079, 0.0013
Si, -0.0148, 0.0129, 0.0099
Si, 0.0013, 0.0298, 0.0058
Si, -0.0219, 0.0127, -0.0064
Si, 0.0074, -0.018, 0.0005
Si, 0.0331, 0.0056, 0.0056
Si, -0.0235, 0, 0.006
Si, -0.0265, -0.0058, 0.0065
Si, -0.0147, 0.012, -0.0034
Si, -0.0032, 0.0168, 0.0023
Si, -0.0091, -0.0058, -0.0102
Si, 0.001, -0.0059, 0.0031
Si, 0.0253, -0.0093, 0.0013
Si, -0.0045, -0.0125, -0.0039
Si, 0.0059, -0.005, -0.0076
Si, 0.0256, 0.0081, -0.0019
Si, 0.0039, 0.0035, -0.0037
Si, -0.0097, -0.0095, 0.0066
Si, -0.0171, 0.0041, -0.0045
Si, 0.0057, -0.0042, 0.0036
Si, 0.0067, -0.0074, 0.0019
Si, 0.019, -0.0367, 0.0031
Si, -0.0162, 0.0047, -0.0001
Si, 0.002, -0.0006, 0.0128
Si, -0.0034, 0.0074, 0.0001
Si, -0.01, -0.0011, 0.0003
Si, -0.0067, -0.0026, 0.007
Si, -0.0078, 0.0121, -0.0027
Si, 0.005, 0.0221, 0.0068
Si, -0.009, 0.0179, -0.0018
Si, -0.0189, -0.0267, 0.0015
Si, -0.0019, -0.0052, 0.0014
Si, -0.002, 0.0084, 0.0033
Si, 0.0024, 0.0196, -0.0044
Si, 0.0007, 0.0177, 0.0013
Si, -0.0128, -0.0102, 0.0063
Si, 0.0103, -0.0063, 0.0003
Si, 0.0113, -0.0124, 0.0092
Si, -0.0174, -0.0023, -0.0009
Si, -0.0097, -0.0133, -0.0057
Si, -0.0154, 0.0084, -0.0051
Si, -0.0168, 0.001, 0.0096
Si, -0.0053, 0.0036, 0.0103
Si, 0.0105, 0.004, 0.0052
Si, 0.0126, 0.0144, 0.0019
Si, -0.0035, -0.0132, -0.0072
Si, 0.0059, 0.0053, -0.0001
Si, 0.0079, -0.0068, 0.0042
Si, -0.0079, -0.0075, 0.0061
Si, -0.0096, -0.0091, -0.0016
Si, 0.0143, -0.0063, -0.0049
Si, -0.0113, 0, 0.0052
Si, -0.0188, 0.0069, 0.0075
Si, 0.0085, 0.0016, 0.0067
Si, 0.0113, 0.0073, -0.002
Si, 0, -0.0109, -0.011
Si, 0.0029, 0.0076, -0.0069
Si, 0.0025, 0.021, 0.0001
Si, 0.0007, 0.0001, 0.0012
Si, 0.0193, -0.0112, -0.0035
Si, 0.0192, 0.0009, -0.001
Si, 0.0045, -0.0108, -0.001
Si, -0.0043, 0.0018, -0.006
Si, 0.0051, 0.0046, -0.0018
Si, 0.0071, -0.0101, -0.003
Si, 0.0091, 0, -0.0006
Si, 0.012, -0.0045, -0.0012
Si, 0.0042, -0.0145, 0.0034
Si, 0.0017, -0.0105, 0.0034
Si, -0.0077, -0.0058, 0.0046
Si, -0.0067, -0.0096, 0.0025
Si, 0.0069, -0.0022, -0.0011
Si, -0.0101, 0.0055, 0.0011
Si, -0.0116, -0.0022, 0.0014
Si, 0.0057, 0, 0.0004
Si, 0.019, 0.0143, -0.004
Si, 0.0105, 0.0045, -0.0015
Si, -0.003, -0.0043, 0.0011
Si, -0.0009, -0.0103, -0.0023
Si, -0.0114, -0.0084, -0.002
Si, -0.013, 0.0016, 0.0067
Si, 0.0035, 0.0114, 0.0012
Si, -0.0089, 0.0091, 0.0016
Si, -0.008, -0.0032, -0.0002
Si, 0.0014, -0.0035, 0.0009
Si, 0.0014, 0.0053, -0.0035
Si, 0.0155, 0.016, -0.0046
Si, 0.0087, 0.0123, -0.007
Si, -0.0029, 0.0005, -0.0047
Si, -0.0093, 0.0137, 0.0038
Si, -0.0031, -0.0035, 0.0036
Si, 0.0074, 0.0091, -0.0003
Si, -0.0054, -0.0109, -0.0033
Si, 0.0006, -0.021, -0.0007
Si, -0.0028, -0.0016, 0.0032
Si, -0.0089, 0.0018, 0.0019
Si, -0.004, -0.0081, 0.0005
Si, 0.0083, -0.0017, -0.0041
Si, 0.0013, 0.0039, 0.0035
Si, -0.002, 0.0008, 0.0028
Si, -0.0064, 0.0083, -0.0032
Si, -0.0041, 0.0069, 0.0005
Si, -0.0128, -0.0039, -0.004
Si, -0.0185, 0.005, 0.0018
Si, -0.0026, 0.0135, -0.0021
Si, -0.0052, 0.0144, -0.0045
Si, -0.0023, -0.0045, 0.0005
Si, -0.0046, 0.0093, -0.0003
Si, -0.0085, -0.0133, 0.0011
Si, -0.0024, -0.0123, 0.005
Si, -0.0154, 0.0086, -0.0014
Si, 0.0003, -0.0022, 0.0022
Si, -0.0074, -0.0001, 0.0058
Si, -0.012, 0.0064, -0.0028
Si, -0.0107, 0.0079, 0.0041
Si, 0.0021, 0.0108, 0.0028
Si, 0.0106, 0.0044, -0.0047
Si, 0.0083, 0.0144, 0.0006
Si, -0.0066, -0.0149, 0.0024
Si, 0.005, -0.008, -0.004
Si, 0.0031, -0.0071, 0.0073
Si, 0.0036, -0.0073, 0.0071
Si, -0.0107, -0.0098, 0.0027
Si, -0.0054, -0.0035, 0.0005
Si, 0.0113, 0.0064, 0.0064
Si, -0.0008, 0.0074, 0.0016
Si, 0.0043, 0.0019, -0.0031
Si, 0.0106, -0.0053, 0.0018
Si, 0.0078, 0.0014, -0.0006
Si, 0.0029, -0.002, -0.0045
Si, 0.0112, -0.0102, -0.0047
Si, 0.01, 0.009, -0.0008
Si, 0.0078, -0.0041, -0.0002
Si, 0.0093, -0.0059, -0.0097
Si, -0.0034, 0.0208, -0.0126
Si, -0.009, 0.0036, -0.0056
Si, 0.0158, 0.0028, -0.0062
Si, -0.0097, -0.0057, -0.0061
Si, 0.0094, -0.0062, -0.0001
Si, 0.0167, -0.0016, 0.0008
Si, -0.0079, -0.0044, 0.0073
Si, -0.0057, -0.0071, 0.0058
Si, -0.009, -0.0023, 0.0071
Si, 0.0127, 0.0097, 0.0006
Si, -0.004, 0.0046, 0.0006
Si, -0.0126, -0.0028, 0.0017
Si, 0.0132, 0.0108, -0.0102
Si, 0.0144, 0.0089, -0.0025
Si, -0.0064, -0.001, -0.0001
Si, -0.0082, -0.0159, -0.0089
Si, 0.0059, -0.0171, 0.0038
Si, -0.0041, -0.0162, -0.0017
Si, -0.0066, -0.0034, 0.0055
Si, -0.0042, -0.014, 0.0024
Si, -0.0006, 0, 0.0035
Si, 0.0061, 0.006, 0.0047
Si, -0.0084, -0.0023, 0.0014
Si, 0.0046, 0.0007, 0.0014
Si, 0.0087, 0.0153, -0.0012
Si, 0.0044, 0.018, -0.0092
Si, -0.0044, -0.0018, -0.0002
Si, 0.0101, -0.0062, -0.009
Si, -0.0106, 0.0009, -0.002
Si, 0.0007, -0.0051, -0.0029
Si, -0.0057, -0.0057, -0.0015
Si, -0.0055, -0.008, 0.0009
Si, 0.006, 0.0045, 0
Si, -0.005, -0.0098, 0.0007
Si, 0.0172, 0.0107, 0.0009
Si, -0.0071, -0.0112, -0.0018
